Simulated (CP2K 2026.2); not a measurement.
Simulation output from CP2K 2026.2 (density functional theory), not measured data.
Periodic cell of 2003 atoms, Si1440O563, from a study of silicon, its oxide and their interface. The atomic structure is a simulated model.
Doubt: the forces sum to 6.00 eV/angstrom along one axis rather than to zero, so they err by at least 0.0030 eV/angstrom per atom on average; the grid cutoff is modest.

Settings
functional: PBE
method: Gaussian and plane waves
basis set: DZVP-MOLOPT-SR-GTH
pseudopotentials: GTH-PBE
grid cutoff: 350 Ry, relative cutoff 50 Ry
k points: Gamma only
occupations: fixed
spin: none
net charge: 0

Cell vectors (angstrom)
a 65.28 0 0
b 0 16.32 0
c 1.2089 0.9255 33.7184

Atoms and the computed forces on them: element, x, y, z (angstrom), force x, y, z (eV/angstrom)
Si 0.766 15.597 2.839 -0.001 0.031 -0.002
Si 3.595 1.78 3.19 -0.221 0.242 0.521
Si 1.916 3.544 3.013 0.133 -0.109 0.636
Si 3.786 7.026 3.093 0.116 -0.023 0.719
Si 1.542 9.187 3.006 -0.084 0.15 0.743
Si 4.313 11.818 3.161 0.352 -0.204 0.469
Si 6.791 15.55 2.764 0.552 0.176 0.39
Si 9.705 1.034 3.308 0.033 0.028 -0.041
Si 6.911 3.848 3.003 -0.027 0.04 0.015
Si 10.055 6.141 3.031 0.173 -0.147 0.613
Si 6.131 10.183 3.025 -0.134 0.132 0.651
Si 9.885 11.816 3.003 0.024 -0.05 -0.004
Si 11.43 15.589 3.082 -0.194 0.075 0.706
Si 14.815 1.212 2.984 -0.024 0.029 0.674
Si 11.827 4.387 3.066 -0.039 -0.008 -0.083
Si 14.7 6.853 2.755 0.052 -0.163 0.692
Si 11.543 9.945 2.922 -0.099 0.188 0.467
Si 15.207 11.689 3.01 0.167 -0.207 0.619
Si 16.994 15.276 2.826 0.373 -0.349 0.079
Si 20.02 1.653 2.855 0.105 -0.301 0.585
Si 17.692 3.722 2.861 -0.16 0.202 0.765
Si 20.199 6.669 2.774 -0.033 0.198 0.635
Si 16.924 9.922 3.06 -0.275 0.241 0.551
Si 20.306 12.767 2.168 0.341 0.285 0.491
Si 23.46 14.467 2.637 0.084 0.105 -0.008
Si 26.016 0.937 2.558 -0.015 0.138 0.714
Si 22.346 4.389 2.692 0.254 -0.06 0.645
Si 24.805 6.904 1.89 -0.062 -0.209 0.619
Si 22.91 9.416 2.387 -0.402 0.493 0.179
Si 25.136 12.692 2.64 -0.202 0.08 0.491
Si 28.137 14.894 2.415 0.178 -0.158 0.623
Si 31.312 0.848 2.479 -0.16 0.217 0.711
Si 27.748 3.864 1.445 -0.167 -0.285 0.624
Si 29.841 6.27 1.808 0.288 0.014 0.552
Si 27.608 8.304 1.995 0.048 0.121 0.552
Si 30.721 11.183 2.345 -0.324 -0.255 0.462
Si 33.831 15.286 1.949 -0.023 0.041 0.03
Si 39.997 3.988 2.109 0.311 0.104 0.598
Si 34.462 4.075 2.006 0.254 0.432 0.391
Si 36.668 6.795 2.465 0.451 -0.263 0.196
Si 34.327 8.748 1.885 -0.043 -0.172 0.138
Si 37.607 11.971 2.628 0.079 -0.041 0.073
Si 37.553 12.58 0.285 0.237 -0.59 0.161
Si 42.534 0.471 2.825 0.139 -0.179 0.456
Si 37.863 5.775 0.702 -0.437 0.055 0.476
Si 42.754 6.282 2.545 0.349 -0.351 0.41
Si 39.079 10.017 2.735 -0.205 0.227 0.491
Si 42.168 11.822 2.126 -0.186 -0.349 0.363
Si 44.61 15.551 2.636 0.028 -0.014 -0.078
Si 47.906 1.38 2.671 0.296 -0.338 0.474
Si 44.395 4.474 2.039 -0.435 0.604 -0.103
Si 47.475 7.291 2.878 -0.264 0.189 0.388
Si 45.58 8.793 2.648 0.013 -0.07 -0.021
Si 47.271 11.936 2.25 0.147 -0.542 0.253
Si 50.814 14.9 2.725 -0.336 0.271 0.18
Si 52.88 1.872 3.07 0.039 -0.034 -0.029
Si 51.113 3.504 3.017 0.214 0.1 0.574
Si 53.288 6.979 2.73 -0.415 0.23 0.286
Si 50.504 9.605 2.899 -0.01 0.012 0.001
Si 52.983 12.574 2.691 0.362 -0.365 0.202
Si 56.496 14.466 2.692 0.12 -0.111 0.604
Si 58.144 1.82 3.027 -0.239 0.207 0.512
Si 56.448 3.568 2.831 0.053 0.013 -0.06
Si 58.859 6.684 2.953 -0.066 0.058 0.044
Si 55.875 9.678 2.762 -0.002 0.001 0.089
Si 58.26 12.621 2.928 -0.308 0.226 0.412
Si 61.418 14.738 3.087 -0.019 0.117 0.644
Si 64.379 1.043 3.115 0.209 -0.272 0.458
Si 60.638 4.917 2.851 -0.156 0.068 0.668
Si 63.38 7.539 2.916 -0.238 0.057 0.651
Si 61.584 9.279 3.033 0.154 -0.309 0.481
Si 63.603 12.566 3.014 0.127 -0.017 0.724
Si 2.502 16.384 4.327 0.013 -0.029 -0.042
Si 5.379 2.722 4.386 0.013 -0.051 -0.021
Si 2.656 5.396 4.331 -0.028 -0.013 -0.038
Si 5.375 8.282 4.272 0.001 0.032 -0.042
Si 2.636 10.786 4.372 0.007 0.029 -0.008
Si 5.126 13.643 4.394 -0.145 -0.38 0.384
Si 8.151 16.186 4.563 -0.053 0.012 -0.118
Si 10.816 2.739 4.426 0.005 0.017 -0.015
Si 8.221 5.307 4.312 0.028 0.007 -0.041
Si 10.747 8.118 4.218 -0.02 -0.042 -0.013
Si 8.037 10.946 4.232 -0.035 0.001 -0.004
Si 10.752 13.621 4.265 0.009 0.021 -0.084
Si 13.319 16.328 4.307 -0.032 -0.007 -0.039
Si 16.152 2.65 4.259 -0.018 0.009 -0.064
Si 13.517 5.444 4.277 0.018 0.02 -0.074
Si 15.952 8.183 4.217 0.071 -0.056 -0.009
Si 13.368 10.838 4.201 -0.01 0.027 -0.015
Si 16.063 13.578 4.192 -0.013 0.001 0.012
Si 18.794 16.309 4.005 -0.013 0.039 -0.01
Si 21.486 2.818 4.216 0.023 0.027 -0.027
Si 18.757 5.417 4.114 0.005 -0.03 -0.025
Si 21.508 8.253 3.926 -0.031 -0.058 -0.027
Si 18.669 10.929 4.185 -0.203 -0.259 0.487
Si 21.634 13.67 3.866 -0.057 -0.015 0.022
Si 24.409 16.222 3.908 -0.068 -0.01 -0.036
Si 27.114 2.771 3.528 -0.01 0.002 -0.08
Si 24.189 5.522 3.718 -0.03 0.026 -0.083
Si 27.77 8.743 4.21 -0.007 -0.026 0.023
Si 24.236 10.855 3.783 0.004 -0.009 0.006
Si 26.991 13.48 3.882 0.006 -0.012 -0.066
Si 29.77 16.024 3.751 -0.05 0.078 -0.035
Si 32.519 2.437 3.792 -0.368 -0.155 0.391
Si 30.569 6.083 3.997 0.016 0.059 0.01
Si 32.391 7.678 4.076 -0.26 -0.105 0.435
Si 29.566 10.351 4.196 -0.01 0.002 -0.034
Si 32.445 13.321 3.881 -0.036 -0.018 0.644
Si 35.774 0.222 3.864 -0.226 -0.207 0.727
Si 38.055 2.371 3.96 0.134 0.19 0.665
Si 35.439 5.319 3.79 -0.051 -0.073 -0.122
Si 38.121 8.138 3.788 0.028 -0.076 0.036
Si 35.683 10.939 3.804 0.322 0.375 0.356
Si 38.556 13.675 4.005 -0.301 -0.33 0.18
Si 40.739 15.878 4.029 0.262 0.381 0.084
Si 43.331 2.367 4.028 -0.185 -0.237 0.531
Si 41.038 5.246 3.813 -0.051 -0.024 -0.14
Si 43.82 7.882 3.911 -0.033 0.047 0.001
Si 40.997 10.749 3.894 0.04 0.019 -0.035
Si 43.626 13.768 3.813 0.324 0.137 0.377
Si 46.361 0.132 3.958 0.051 -0.055 0.006
Si 49.208 2.683 4.139 -0.003 0.023 0.032
Si 46.539 5.552 4.116 0.315 0.304 0.384
Si 49.16 8.225 4.174 0.02 -0.016 0.066
Si 46.286 10.677 3.927 0.035 -0.065 0.028
Si 49.094 13.826 3.951 0.383 0.131 0.305
Si 51.907 16.378 4.18 -0.027 -0.023 0.004
Si 54.676 2.784 4.217 0.023 -0.005 0.03
Si 51.965 5.47 4.02 0.004 0 -0.031
Si 54.554 8.313 4.177 -0.05 0.014 -0.01
Si 51.819 11.068 4.125 0.048 0.002 0.021
Si 54.624 13.658 4.009 0.058 0.025 -0.012
Si 57.207 16.295 4.149 -0.028 -0.046 -0.005
Si 59.873 2.97 4.12 0.026 0.04 -0.102
Si 57.261 5.43 4.139 -0.029 0.008 0.004
Si 59.947 8.211 4.35 0.051 0.01 -0.007
Si 57.152 10.995 4.209 0.055 0.059 0.053
Si 59.864 13.588 4.36 -0.022 -0.004 -0.013
Si 62.624 16.352 4.303 0.006 0.004 -0.064
Si 65.382 2.75 4.336 0.048 0.046 -0.028
Si 62.484 5.684 4.147 -0.016 0.031 -0.144
Si 65.183 8.179 4.322 0.007 -0.016 -0.032
Si 62.57 10.942 4.358 0.022 -0.011 -0.001
Si 65.218 13.788 4.199 0.037 -0.021 -0.068
Si 1.321 1.421 5.819 -0.005 -0.019 0.004
Si 4.077 4.143 5.74 -0.016 -0.018 -0.043
Si 1.238 6.744 5.656 0.043 0.051 -0.014
Si 4.013 9.5 5.766 0.047 0.007 0.01
Si 1.288 12.326 5.566 -0.029 -0.029 -0.021
Si 3.812 14.983 5.753 0.016 0.001 -0.021
Si 6.7 1.308 5.728 -0.032 -0.013 0.023
Si 9.435 4.018 5.803 0.024 -0.014 0.028
Si 6.788 6.815 5.538 -0.03 -0.009 -0.023
Si 9.326 9.458 5.592 0.008 0.033 -0.044
Si 6.753 12.379 5.64 -0.021 0.025 -0.079
Si 9.449 14.798 5.834 0.014 -0.024 -0.013
Si 12.169 1.401 5.764 -0.03 0.033 0.028
Si 14.846 4.058 5.605 -0.002 -0.009 0.025
Si 12.184 6.863 5.636 0.028 0.002 -0.022
Si 14.682 9.515 5.643 -0.01 0.007 -0.024
Si 12.156 12.29 5.608 0.012 0.012 -0.02
Si 14.697 14.896 5.579 0.029 0.013 0.02
Si 17.549 1.302 5.546 0.049 -0.003 0.028
Si 20.148 4.146 5.558 -0.011 0.024 0.032
Si 17.428 6.809 5.455 0.004 0.005 0.025
Si 20.184 9.56 5.364 0.002 0.034 -0.008
Si 17.514 12.367 5.595 0.01 -0.005 -0.025
Si 20.272 14.989 5.295 -0.017 -0.01 0.017
Si 23.037 1.36 5.238 0.031 0.006 -0.011
Si 25.739 4.131 4.966 0.025 0.013 -0.022
Si 22.955 6.872 5.236 -0.053 0.015 0.002
Si 25.776 9.619 5.193 -0.022 -0.022 -0.073
Si 22.905 12.183 5.243 -0.007 -0.02 -0.047
Si 25.773 14.924 5.319 -0.029 -0.029 -0.037
Si 28.538 1.382 4.973 0.007 -0.017 -0.024
Si 31.373 4.096 5.072 -0.019 0.013 -0.046
Si 28.726 6.887 5.288 0.021 -0.059 -0.001
Si 31.335 9.37 5.377 0.004 -0.048 -0.001
Si 28.462 12.168 5.238 0.025 0.037 -0.022
Si 31.22 14.847 5.202 0.029 -0.03 -0.058
Si 34.05 1.265 5.183 0.015 -0.032 -0.013
Si 36.814 3.986 5.171 0.007 -0.047 -0.007
Si 34.094 6.625 5.267 0.033 0.036 0.008
Si 36.836 9.464 5.257 0.011 0.063 -0.055
Si 34.052 12.098 5.136 -0.025 -0.004 -0.02
Si 36.868 14.881 5.173 0.011 0.032 -0.016
Si 39.562 1.184 5.297 0.021 -0.007 -0.049
Si 42.211 3.936 5.357 0.062 0.003 -0.008
Si 39.581 6.716 5.055 -0.023 -0.012 -0.02
Si 42.364 9.332 5.164 0.017 -0.015 -0.001
Si 39.761 12.188 5.351 -0.017 0.014 -0.042
Si 42.323 14.889 5.442 0.125 -0.011 0.021
Si 45.047 1.466 5.35 -0.022 -0.031 0.026
Si 47.837 4.103 5.408 -0.009 -0.028 -0.016
Si 45.052 6.712 5.5 0.055 0.008 -0.043
Si 47.728 9.571 5.445 -0.04 0.001 -0.024
Si 44.9 12.179 5.126 -0.043 0.058 -0.033
Si 47.688 15.067 5.351 -0.028 -0.002 0.003
Si 50.446 1.301 5.547 -0.005 -0.052 -0.059
Si 53.294 4.192 5.513 -0.068 -0.029 -0.063
Si 50.512 6.77 5.406 0.002 -0.008 -0.028
Si 53.148 9.656 5.487 -0.009 0.002 -0.001
Si 50.333 12.346 5.389 -0.051 0.05 -0.005
Si 53.278 14.999 5.457 0.012 -0.008 0.006
Si 55.844 1.286 5.577 -0.006 -0.009 -0.048
Si 58.549 4.154 5.642 -0.044 0.049 0.005
Si 55.868 6.838 5.47 -0.001 -0.048 -0.028
Si 58.521 9.616 5.557 0.037 0.023 -0.009
Si 55.801 12.314 5.561 -0.027 0.035 0.008
Si 58.56 15.055 5.622 -0.013 0.033 0.011
Si 61.226 1.515 5.48 -0.053 -0.007 0.027
Si 63.885 4.199 5.473 -0.049 -0.008 -0.018
Si 61.271 6.898 5.744 -0.008 0.023 0.009
Si 63.97 9.628 5.712 0.003 -0.013 -0.005
Si 61.174 12.221 5.72 0.02 0.011 0.008
Si 63.911 15.011 5.733 0.029 0.001 -0.007
Si 65.238 16.361 7.119 -0.018 0.015 -0.017
Si 2.729 2.767 7.102 -0.007 -0.03 0.019
Si 65.191 5.434 7.019 -0.001 -0.007 0.025
Si 2.634 8.113 7.038 -0.024 -0.003 -0.024
Si 65.296 10.984 7.038 0.007 0.025 0.009
Si 2.564 13.595 7.097 0.015 -0.016 0.01
Si 5.301 16.297 7.056 0.017 0.006 -0.009
Si 8.044 2.673 7.106 0.004 -0.058 -0.01
Si 5.44 5.515 7.023 0.056 0.006 0.012
Si 8.056 8.139 7.023 -0.024 -0.015 0.022
Si 5.389 10.948 7.009 -0.012 -0.008 -0.012
Si 8.057 13.55 7.177 -0.047 -0.019 0.051
Si 10.794 16.3 7.057 -0.001 0.014 -0.013
Si 13.542 2.743 7.055 0.012 0.008 -0.005
Si 10.826 5.466 7.015 0.023 -0.004 -0.021
Si 13.456 8.169 7.076 0.007 -0.009 0.042
Si 10.746 10.869 6.911 -0.002 -0.012 -0.067
Si 13.46 13.579 7.044 0.021 -0.003 0.033
Si 16.165 16.262 6.876 0.005 -0.012 -0.029
Si 18.875 2.709 6.889 -0.005 0.026 -0.004
Si 16.187 5.451 6.919 0.011 -0.008 -0.014
Si 18.874 8.161 6.751 -0.011 0.03 -0.011
Si 16.161 10.902 6.881 -0.024 -0.006 0.009
Si 18.986 13.673 6.821 0.033 0.029 -0.012
Si 21.664 16.348 6.645 -0.031 -0.006 0.005
Si 24.455 2.765 6.493 0.013 0.031 0.012
Si 21.653 5.52 6.71 -0.001 0.014 -0.002
Si 24.432 8.179 6.542 0.024 -0.005 -0.012
Si 21.613 10.869 6.7 0.036 -0.011 0.017
Si 24.346 13.549 6.605 0 0.019 -0.035
Si 27.196 16.376 6.501 0.017 0.023 -0.04
Si 29.919 2.721 6.384 0.05 -0.027 0.013
Si 27.184 5.442 6.397 -0.012 -0.005 -0.04
Si 29.991 8.104 6.809 -0.003 0.008 -0.021
Si 27.085 10.917 6.662 0.014 -0.004 0.012
Si 29.871 13.526 6.572 0.01 -0.013 0.011
Si 32.658 16.222 6.509 0.026 -0.023 0.005
Si 35.41 2.651 6.557 -0.001 0.014 -0.023
Si 32.723 5.295 6.617 -0.061 0.041 0.004
Si 35.429 8.094 6.564 -0.04 -0.005 0.005
Si 32.737 10.789 6.587 -0.021 0.031 0.041
Si 35.402 13.535 6.471 -0.004 0.01 0.013
Si 38.159 16.203 6.645 -0.048 0.013 0.089
Si 40.833 2.615 6.682 -0.019 -0.005 0.011
Si 38.181 5.399 6.488 0.011 -0.028 -0.009
Si 40.917 8.046 6.515 -0.033 0.01 0.024
Si 38.232 10.836 6.576 0.016 0.017 0.021
Si 40.998 13.524 6.794 -0.044 0.006 0.008
Si 43.664 16.373 6.679 -0.009 -0.033 0.019
Si 46.385 2.788 6.736 -0.019 -0.009 0.009
Si 43.601 5.325 6.704 -0.018 -0.032 0.005
Si 46.37 8.171 6.776 0.017 0.044 0.014
Si 43.602 10.815 6.572 0.031 0.007 0.006
Si 46.286 13.572 6.565 -0.019 0 -0.026
Si 49.017 16.325 6.845 -0.004 -0.022 0.009
Si 51.843 2.765 6.786 -0.003 -0.009 -0.033
Si 49.133 5.464 6.792 0.011 0.03 0.041
Si 51.784 8.217 6.778 0.026 -0.007 -0.009
Si 49.039 10.959 6.79 0.029 -0.034 -0.004
Si 51.768 13.668 6.746 0.021 0.011 0
Si 54.489 16.323 6.952 -0.029 0.003 0.041
Si 57.193 2.715 6.916 0.013 0.008 -0.032
Si 54.539 5.542 6.92 -0.019 0.041 0.045
Si 57.193 8.197 6.877 -0.021 -0.009 0.002
Si 54.463 10.955 6.918 -0.003 0 -0.003
Si 57.17 13.671 6.931 0.001 -0.02 -0.041
Si 59.916 16.448 6.923 0.012 0.005 -0.018
Si 62.572 2.817 6.9 0.03 0.005 0
Si 59.885 5.503 7.023 0.032 -0.024 -0.009
Si 62.624 8.249 7.068 -0.024 -0.028 -0.019
Si 59.831 10.882 7.04 -0.021 0.009 0.028
Si 62.553 13.615 7.035 -0.007 0.023 -0.005
Si 1.245 14.959 19.434 0.013 -0.009 0.004
Si 4.004 1.366 19.387 -0.011 -0.019 0.017
Si 1.369 4.09 19.247 0.031 0.011 -0.001
Si 4.103 6.831 19.329 0.009 0.002 -0.004
Si 1.323 9.6 19.214 0.013 0.036 -0.021
Si 4.025 12.254 19.185 -0.028 -0.014 -0.062
Si 6.883 15.032 19.209 0.022 0.027 0.001
Si 9.562 1.369 19.277 -0.006 0.004 -0.022
Si 6.815 4.078 19.35 0.005 0.035 0.009
Si 9.53 6.709 19.34 -0.018 -0.025 0.001
Si 6.792 9.466 19.286 -0.02 -0.004 -0.019
Si 9.568 12.21 19.237 0.015 0.002 0.003
Si 12.314 14.926 19.22 0.016 -0.014 0.011
Si 15.054 1.291 19.182 0.012 -0.008 0.005
Si 12.29 4.033 19.279 0.004 -0.019 -0.002
Si 15.048 6.712 19.122 -0.019 -0.028 -0.027
Si 12.284 9.457 19.226 0.016 -0.011 0.008
Si 15.046 12.146 19.065 -0.001 -0.005 -0.006
Si 17.819 14.859 19.054 0.003 0.022 0.021
Si 20.521 1.302 18.937 -0.002 -0.026 0.01
Si 17.792 4.018 19.026 -0.017 -0.015 -0.024
Si 20.578 6.788 18.987 0.015 0.019 -0.008
Si 17.801 9.428 18.979 -0.008 -0.018 0.003
Si 20.512 12.202 18.95 0.006 0.029 0.006
Si 23.23 14.924 18.801 -0.015 0.027 -0.026
Si 25.923 1.306 18.753 -0.029 -0.013 -0.018
Si 23.252 4.044 18.926 0.012 -0.004 0.018
Si 25.938 6.802 18.994 -0.03 -0.018 0.03
Si 23.197 9.435 18.951 -0.059 -0.022 0.022
Si 25.915 12.214 18.816 -0.012 0.034 -0.004
Si 28.656 14.995 18.752 -0.024 0.034 0.023
Si 31.296 1.377 18.792 -0.011 -0.001 -0.015
Si 28.579 4.016 18.736 0.012 -0.011 0.023
Si 31.331 6.781 18.589 0.015 0.021 -0.017
Si 28.613 9.513 18.84 0.018 -0.003 0.011
Si 31.265 12.176 18.883 0.005 -0.004 0.018
Si 33.99 14.948 18.8 0.003 -0.015 -0.009
Si 36.728 1.348 18.858 -0.001 0.01 0.026
Si 34.057 4.102 18.879 0.012 -0.013 0.023
Si 36.732 6.815 18.907 0.002 0.02 -0.022
Si 33.986 9.515 18.698 -0.005 0.003 -0.032
Si 36.754 12.29 18.715 0.016 0.008 -0.029
Si 39.45 14.978 18.771 -0.024 0 -0.022
Si 42.106 1.342 18.795 -0.053 0 0.008
Si 39.397 4.087 18.877 0.01 0.019 -0.007
Si 42.159 6.882 19.025 0 -0.015 0.025
Si 39.404 9.508 18.945 -0.035 0.003 -0.026
Si 42.115 12.268 19.066 0.013 -0.011 0.076
Si 44.876 15.054 19.018 0.006 0.043 0.001
Si 47.503 1.458 19.138 -0.003 -0.016 -0.002
Si 44.894 4.176 18.903 0.024 0.047 0.041
Si 47.553 6.904 18.986 0.003 0.029 0.002
Si 44.786 9.548 19.006 -0.032 -0.023 -0.029
Si 47.446 12.276 19.046 -0.006 0.043 0.066
Si 50.2 15.05 18.904 0.025 0.037 0.022
Si 52.945 1.414 18.96 -0.034 -0.024 0.014
Si 50.19 4.128 19.127 0.039 0 0.008
Si 52.922 6.811 19.168 -0.011 -0.015 0.014
Si 50.174 9.521 18.863 -0.008 -0.027 -0.032
Si 52.867 12.249 18.83 -0.032 -0.003 0.011
Si 55.765 15.058 18.878 0.02 0.036 0
Si 58.461 1.399 19.023 0.007 -0.002 -0.033
Si 55.732 4.137 19.071 -0.001 0.009 -0.022
Si 58.426 6.835 19.238 0.02 -0.018 0.017
Si 55.689 9.536 19.15 -0.029 0.031 -0.023
Si 58.355 12.199 19.186 -0.059 0.017 -0.008
Si 61.08 14.92 19.212 -0.023 0 0.032
Si 63.881 1.347 19.205 0.004 -0.002 -0.007
Si 61.114 4.09 19.178 0.005 0.005 -0.031
Si 63.794 6.804 19.171 -0.014 -0.017 -0.016
Si 61.141 9.572 19.401 0.02 -0.024 0.029
Si 63.87 12.302 19.431 0.001 -0.008 -0.001
Si 2.572 16.358 20.794 0.012 0.07 -0.014
Si 5.404 2.755 20.695 0 -0.003 -0.018
Si 2.726 5.444 20.634 0.027 -0.052 -0.053
Si 5.484 8.14 20.751 0.009 -0.013 0.007
Si 2.69 10.939 20.601 0.044 0.007 -0.038
Si 5.443 13.654 20.385 -0.02 -0.023 -0.022
Si 8.232 16.344 20.666 -0.006 -0.049 0.023
Si 10.907 2.698 20.684 -0.03 0.029 0.003
Si 8.196 5.353 20.808 0.023 0.019 -0.012
Si 10.948 8.071 20.626 0.021 -0.023 0.002
Si 8.162 10.864 20.565 0.026 -0.001 -0.002
Si 10.974 13.538 20.588 0.008 -0.039 -0.004
Si 13.708 16.248 20.594 0.009 0.011 0.036
Si 16.482 2.67 20.46 -0.03 -0.002 0.015
Si 13.734 5.371 20.577 0.061 0.029 0.012
Si 16.483 8.069 20.374 0.021 0.033 0.002
Si 13.683 10.866 20.498 -0.018 0.034 0.019
Si 16.497 13.413 20.387 0.038 -0.045 -0.05
Si 19.234 16.235 20.353 -0.024 -0.008 -0.036
Si 21.891 2.669 20.265 -0.011 -0.041 0.034
Si 19.232 5.384 20.274 -0.002 -0.017 -0.003
Si 21.916 8.091 20.463 0.03 -0.015 0.004
Si 19.202 10.766 20.287 -0.026 0.003 -0.036
Si 21.886 13.642 20.214 -0.052 -0.035 -0.045
Si 24.595 16.276 20.118 0.022 0.006 -0.019
Si 27.244 2.642 20.122 -0.024 -0.01 -0.048
Si 24.591 5.376 20.351 0.033 -0.015 -0.019
Si 27.319 8.24 20.331 -0.003 0.005 0.017
Si 24.55 10.868 20.2 -0.001 0.019 -0.004
Si 27.33 13.615 20.068 0.015 -0.042 -0.011
Si 29.924 16.39 20.184 -0.009 0.045 -0.022
Si 32.627 2.743 20.169 -0.03 0.002 -0.04
Si 30.016 5.416 19.908 -0.001 -0.017 -0.019
Si 32.61 8.121 19.978 0.024 0.015 0.023
Si 29.88 10.83 20.323 -0.012 0.036 0.01
Si 32.648 13.579 20.17 0.007 0.024 -0.025
Si 35.335 16.3 20.178 0.001 -0.011 -0.023
Si 38.058 2.723 20.261 -0.007 0.005 -0.031
Si 35.442 5.439 20.31 0.018 -0.046 0.051
Si 38.065 8.143 20.353 0.018 -0.01 0.012
Si 35.354 10.93 19.954 -0.002 -0.019 0.031
Si 38.113 13.627 20.098 0.002 -0.031 0.022
Si 40.761 16.31 20.169 -0.002 -0.012 0
Si 43.491 2.721 20.044 0.052 -0.027 0.05
Si 40.74 5.458 20.244 -0.041 0.019 -0.035
Si 43.455 8.293 20.495 0 0.021 -0.014
Si 40.681 10.853 20.392 -0.001 0.034 0.015
Si 43.537 13.707 20.374 -0.02 0.001 0.01
Si 46.157 16.407 20.537 -0.011 -0.019 -0.032
Si 48.796 2.856 20.578 -0.029 -0.004 0.043
Si 46.21 5.564 20.325 -0.014 -0.011 0.019
Si 48.899 8.273 20.364 0.025 0.023 0.031
Si 46.054 10.897 20.432 -0.002 -0.037 0.055
Si 48.827 13.755 20.267 0.043 0.02 -0.004
Si 51.491 16.444 20.275 -0.016 0.012 -0.046
Si 54.34 2.73 20.293 0.012 -0.001 -0.037
Si 51.539 5.43 20.55 0.022 0.03 -0.021
Si 54.314 8.198 20.49 0.013 0.014 -0.001
Si 51.433 10.933 20.15 -0.044 0.002 0.013
Si 54.304 13.656 19.956 -0.014 0.002 0.013
Si 57.095 16.382 20.314 -0.011 0.003 -0.023
Si 59.77 2.671 20.482 -0.03 -0.025 -0.009
Si 57.086 5.401 20.541 -0.021 -0.02 0.015
Si 59.686 8.214 20.715 -0.038 0.018 0.016
Si 56.999 10.865 20.616 0.017 -0.017 0.021
Si 59.648 13.567 20.557 0.014 0.031 0.04
Si 62.486 16.286 20.497 0.021 0.039 -0.016
Si 65.284 2.693 20.537 -0.027 -0.04 -0.015
Si 62.436 5.448 20.542 0.033 0.027 0.021
Si 65.144 8.23 20.412 0.033 0.052 -0.011
Si 62.511 10.958 20.829 -0.01 -0.015 0.022
Si 65.2 13.616 20.938 -0.021 -0.02 0.041
Si 1.168 1.458 22.201 -0.019 -0.023 0.056
Si 4.058 4.117 22.102 0.001 0.032 0.002
Si 1.223 6.896 21.694 0.048 0.03 0.026
Si 4.043 9.577 21.967 0.034 0.038 0.013
Si 1.423 12.16 22.219 0.032 -0.006 0.115
Si 4.109 14.899 21.829 -0.046 -0.045 0.039
Si 6.813 1.404 22.01 -0.016 0.02 0.042
Si 9.581 3.979 22.231 -0.016 0.016 -0.018
Si 6.803 6.711 22.174 0.025 -0.014 0.042
Si 9.552 9.492 21.886 -0.025 -0.025 0.045
Si 6.691 12.27 21.763 -0.068 -0.048 0.019
Si 9.627 14.896 21.955 -0.059 0.047 -0.005
Si 12.301 1.317 21.977 0.068 -0.015 0.016
Si 15.149 3.988 21.903 0.01 0.056 -0.035
Si 12.387 6.716 21.982 -0.011 0.045 0.004
Si 15.114 9.45 21.684 -0.042 -0.046 -0.005
Si 12.399 12.23 21.982 0.021 -0.007 0.011
Si 15.19 14.758 21.742 -0.026 -0.05 -0.037
Si 17.928 1.291 21.71 0.019 -0.002 -0.05
Si 20.578 4.055 21.643 0.04 0.038 -0.002
Si 17.91 6.692 21.66 -0.007 -0.038 0.004
Si 20.514 9.516 21.768 0.045 0.027 0.052
Si 17.868 12.002 21.737 -0.04 0.043 0.042
Si 20.603 14.891 21.734 -0.019 0.039 -0.014
Si 23.238 1.219 21.521 -0.023 -0.068 -0.035
Si 25.972 3.917 21.601 -0.051 0.015 0
Si 23.317 6.7 21.838 -0.089 0.029 -0.005
Si 25.94 9.707 21.692 0.063 0.02 0.03
Si 23.233 12.292 21.524 -0.002 -0.024 0.024
Si 26.018 14.963 21.416 -0.032 0.023 0.029
Si 28.607 1.464 21.609 0.077 0.005 0.02
Si 31.264 4.191 21.447 -0.022 0.025 0.012
Si 28.786 6.68 21.389 0.051 0.029 -0.005
Si 31.298 9.33 21.514 0.002 -0.046 0.05
Si 28.502 12.323 21.634 -0.055 -0.029 0.092
Si 31.257 14.965 21.459 0.02 0.022 0.033
Si 33.983 1.384 21.5 -0.039 -0.014 0.053
Si 36.791 4.045 21.757 -0.018 0.063 0.017
Si 33.935 6.862 21.431 0.04 0.019 -0.032
Si 36.638 9.683 21.441 0.058 -0.029 -0.001
Si 34.047 12.187 21.441 -0.019 0.012 0.03
Si 36.73 14.909 21.458 -0.053 -0.036 0.019
Si 39.484 1.372 21.55 0.02 0.061 0
Si 42.184 4.04 21.404 -0.101 0.095 -0.018
Si 39.419 6.701 21.741 0.009 -0.027 0.018
Si 41.996 9.583 21.924 0.008 -0.037 0.013
Si 39.336 12.347 21.653 0.033 -0.032 -0.01
Si 42.118 15.1 21.65 0.08 -0.05 -0.024
Si 44.654 1.545 21.689 -0.002 -0.044 0.065
Si 47.415 4.324 21.947 0.037 -0.021 0.033
Si 44.927 6.927 21.754 0.059 0.027 -0.001
Si 47.573 9.655 21.779 -0.007 0.02 -0.007
Si 44.722 12.287 21.852 -0.02 0.01 -0.004
Si 47.591 15.001 21.849 0.006 0.057 0.068
Si 50.198 1.401 21.816 0.039 -0.033 0.043
Si 52.991 3.935 21.726 -0.082 0.007 0.045
Si 50.122 6.872 21.84 -0.02 -0.012 0.019
Si 52.827 9.72 21.532 0.018 -0.036 0.044
Si 50.142 12.334 21.54 0.011 -0.048 -0.036
Si 52.96 14.977 21.276 -0.015 0.061 -0.024
Si 55.662 1.349 21.623 0.006 0.013 0.042
Si 58.376 3.877 21.905 -0.028 -0.009 0.015
Si 55.709 6.79 21.844 -0.014 -0.014 -0.008
Si 58.301 9.555 22.207 -0.047 0.003 -0.017
Si 55.503 12.441 21.521 0.043 0.044 0.066
Si 58.304 15.046 21.825 -0.006 -0.038 0.06
Si 61.146 1.323 21.83 -0.001 -0.002 0.032
Si 63.84 4.014 21.768 -0.043 -0.028 -0.021
Si 61.045 6.733 21.957 -0.012 -0.03 -0.032
Si 63.992 9.474 22.038 0.039 0.037 0.034
Si 60.971 12.344 22.09 0.05 -0.013 0.059
Si 63.682 15.104 22.146 0.038 -0.009 0.086
Si 64.487 0.664 23.415 -0.112 0.203 -0.692
Si 2.504 2.974 23.485 -0.025 0.044 0.055
Si 65.12 5.522 22.978 -0.028 0.009 0.043
Si 2.354 8.404 23.085 -0.037 0.063 0.037
Si 65.912 10.171 23.377 0.167 -0.141 -0.683
Si 3.334 13.195 23.253 0.065 -0.305 -0.567
Si 6.781 15.094 24.591 -0.078 -0.127 -0.584
Si 8.089 2.62 23.612 -0.007 0.061 -0.033
Si 5.298 5.494 23.626 0.004 0.027 -0.016
Si 8.216 8.2 23.35 0.015 -0.138 -0.714
Si 4.986 11.407 23.151 -0.217 0.06 -0.494
Si 7.957 13.658 23.109 -0.009 0.046 -0.01
Si 11.046 16.177 23.392 -0.014 0.011 0.029
Si 13.865 2.543 23.293 -0.016 -0.022 -0.055
Si 11.238 5.246 23.449 -0.052 0.019 0.162
Si 13.88 8.119 23.138 -0.008 0.086 0.066
Si 10.852 10.912 23.212 -0.182 0.312 -0.393
Si 13.939 13.519 23.328 -0.02 -0.007 0.017
Si 16.689 16.066 22.939 0.071 -0.018 0.019
Si 19.366 2.621 23.032 -0.05 0.015 0.043
Si 16.644 5.375 23.108 -0.035 -0.033 -0.041
Si 19.079 8.133 23.074 -0.046 -0.024 0.061
Si 16.516 10.613 23.135 0.075 0.04 0.059
Si 19.438 13.222 22.97 -0.386 0.379 -0.168
Si 22.086 16.191 23.087 0.041 -0.016 0.022
Si 24.617 2.443 22.929 0.047 0.02 0.025
Si 23.017 3.425 24.332 -0.276 -0.219 -0.374
Si 24.859 8.123 22.999 0.017 -0.084 0.034
Si 21.754 11.17 22.975 -0.017 -0.094 -0.658
Si 24.886 13.408 22.747 0.022 -0.007 0.017
Si 27.309 16.29 22.894 -0.066 -0.022 -0.002
Si 29.56 3.293 22.843 0.034 0.005 0.086
Si 27.743 5.027 22.679 0.076 -0.058 -0.008
Si 30.497 7.484 22.841 -0.007 -0.066 0.026
Si 26.609 11.659 22.978 -0.065 0.057 -0.54
Si 29.989 13.637 22.908 -0.42 0.396 -0.124
Si 32.533 16.377 22.782 0.14 0.058 -0.615
Si 35.149 2.816 22.947 0.034 0.081 -0.091
Si 32.371 5.797 22.804 -0.013 -0.037 0.005
Si 34.798 8.742 22.51 -0.026 0.002 0.029
Si 33.098 10.365 22.58 0.132 -0.116 -0.571
Si 35.768 13.156 22.729 0.22 -0.151 -0.491
Si 38.017 16.356 22.775 -0.004 -0.056 0.099
Si 41.226 2.378 22.798 0.019 -0.138 0.062
Si 38.497 5.034 23.184 0.07 -0.098 -0.035
Si 40.919 7.808 23.179 0.018 0.022 0.039
Si 37.483 11.432 22.796 -0.021 0.028 0.05
Si 40.965 13.522 22.944 0.189 -0.327 -0.204
Si 42.906 16.909 22.995 0.055 0.032 0.015
Si 45.439 3.419 22.927 0.014 -0.053 -0.03
Si 43.777 5.144 22.744 0.029 -0.031 0.009
Si 46.734 7.867 23.076 0.076 -0.264 -0.471
Si 42.701 11.564 23.105 -0.023 0.035 -0.005
Si 46.66 13.171 23.015 -0.04 -0.011 0.01
Si 49.211 16.112 23.248 0.181 -0.35 -0.543
Si 51.914 2.356 23.12 0.356 -0.382 -0.516
Si 48.405 6.068 23.328 0.03 0.036 0.094
Si 51.559 8.36 22.924 -0.109 -0.028 -0.727
Si 48.485 11.534 23.014 0.001 0.04 0.037
Si 51.938 13.353 22.568 -0.011 -0.04 0.085
Si 54.538 15.954 22.671 0.008 0.039 0.074
Si 57.01 2.376 23.234 -0.013 0.022 0.079
Si 54.495 5.157 22.989 0.092 -0.043 0.028
Si 57.037 7.918 23.459 -0.02 -0.034 0.079
Si 53.609 11.664 22.592 0.033 -0.016 -0.094
Si 56.245 14.279 22.748 0.009 0.121 -0.672
Si 60.036 16.029 23.152 0.176 -0.198 -0.335
Si 62.758 2.435 23.142 0.053 -0.043 0.079
Si 59.86 5.1 23.257 0.067 -0.02 -0.051
Si 62.49 8.11 23.221 -0.01 0.019 0.019
Si 59.683 10.985 23.589 0.083 0.022 0.099
Si 61.784 14.228 23.311 -0.046 -0.008 -0.021
Si 2.752 0.801 26.975 0.207 0.363 -0.504
Si 3.807 1.899 25.104 -0.625 0.16 0.11
Si 1.541 4.892 24.399 0.225 -0.005 -0.543
Si 3.886 7.543 27.328 0.009 0.065 -0.067
Si 65.853 10.483 26.564 0.003 0.033 -0.072
Si 4.112 14.342 26.081 0.069 0.053 -0.213
Si 5.393 16.28 23.199 0.422 -0.222 -0.396
Si 9.236 0.774 24.694 0.001 0.209 -0.746
Si 6.406 3.77 25.044 0.25 0.236 -0.719
Si 10.16 6.473 25.119 0.507 -0.211 -0.555
Si 6.905 10.288 25.191 -0.146 -0.043 0.478
Si 9.219 12.186 24.283 0.044 -0.156 -0.686
Si 13.121 15.396 24.526 0.032 0.038 -0.557
Si 14.94 0.669 24.231 0.048 0.013 0.095
Si 12.73 3.951 24.833 0.277 0.252 -0.395
Si 15.503 6.976 24.357 0.051 -0.05 -0.03
Si 13.05 9.558 24.818 0.25 -0.395 -0.553
Si 15.175 11.847 24.55 0.07 0.266 -0.737
Si 18.22 14.765 24.282 -0.059 -0.206 -0.735
Si 21.149 1.71 24.356 0.044 -0.087 0.072
Si 17.887 3.846 24.421 0.084 0.097 -0.681
Si 20.604 7.385 24.646 -0.565 0.035 -0.272
Si 17.25 8.755 24.46 -0.253 -0.1 -0.564
Si 19.582 12.952 28.295 -0.143 0.163 0.077
Si 23.984 15.102 24.194 0.058 0.241 -0.581
Si 25.489 16.984 24.224 -0.084 -0.15 -0.499
Si 21.962 5.193 23.195 0.267 -0.171 -0.375
Si 25.36 4.612 25.75 -0.132 -0.256 0.125
Si 23.304 9.081 24.53 0.43 -0.029 -0.354
Si 27.452 12.505 25.752 0.052 -0.028 -0.071
Si 28.602 14.955 24.319 0.196 -0.089 -0.71
Si 31.065 2.353 24.444 -0.484 0.314 -0.454
Si 26.592 6.674 23.926 0.138 0.09 -0.496
Si 29.287 8.037 24.802 0.386 -0.112 -0.474
Si 29.91 10.729 25.903 0.686 0.202 -0.362
Si 31.701 11.727 24.812 -0.589 -0.418 0.336
Si 34.575 15.062 24.774 0.082 -0.044 -0.098
Si 36.445 1.205 24.072 -0.141 0.177 -0.598
Si 33.597 4.207 24.209 0.055 0.212 -0.64
Si 37.544 6.197 24.946 0.305 -0.244 -0.574
Si 35.446 8.401 24.655 -0.263 0.158 -0.632
Si 37.703 10.557 24.947 0.024 0.32 -0.632
Si 38.917 15.169 24.582 -0.045 0.357 -0.446
Si 43.993 16.483 25.065 -0.398 0.047 -0.552
Si 40.592 4.015 24.358 -0.14 0.19 -0.475
Si 42.114 5.916 24.187 -0.2 -0.099 -0.406
Si 39.8 8.376 25.195 0.238 -0.125 -0.648
Si 43.659 11.536 25.254 -0.554 -0.034 0.1
Si 45.63 13.905 25.007 0.413 -0.224 -0.381
Si 47.997 1.161 25.947 -0.008 -0.109 0
Si 45.528 2.856 25.158 -0.08 0.157 -0.578
Si 48.93 5.661 25.755 -0.103 0.313 -0.65
Si 46.212 9.674 25.633 0.02 -0.028 -0.121
Si 48.75 11.446 25.372 0.003 0.099 -0.618
Si 51.189 14.976 24.048 0.101 0.248 -0.612
Si 52.876 16.69 24.151 -0.114 -0.133 -0.537
Si 51.601 4.156 25.654 0.095 -0.013 -0.049
Si 53.451 6.393 24.562 0.237 -0.348 -0.451
Si 51.183 9.843 25.473 0.043 -0.001 -0.068
Si 53.812 11.049 24.724 -0.158 0.207 -0.483
Si 57.017 14.432 25.61 -0.093 0.096 0.048
Si 57.968 1.024 24.949 -0.17 0.071 -0.473
Si 55.881 4.01 24.471 -0.192 -0.25 -0.69
Si 58.218 6.117 24.561 0.076 0.24 -0.64
Si 55.489 8.414 25.191 0.437 -0.174 -0.556
Si 59.167 12.313 25.548 -0.254 -0.346 -0.634
Si 61.945 13.6 25.562 0.046 0.265 -0.811
Si 64.815 0.76 26.54 0.039 -0.063 -0.029
Si 61.531 3.928 24.547 -0.063 -0.181 -0.575
Si 63.538 6.424 24.422 0.046 0.187 -0.604
Si 61.317 9.53 24.621 -0.175 0.266 -0.626
Si 62.972 11.23 26.764 -0.075 -0.058 -0.046
Si 1.65 13.507 30.373 0.081 -0.029 0.027
Si 9.329 5.345 29.838 0.067 -0.063 -0.076
Si 2.466 4.62 30.889 0.145 -0.044 0.119
Si 10.095 13.181 26.914 0.024 -0.018 -0.07
Si 9.272 14.534 29.171 0.021 0.014 -0.015
Si 65.064 11.541 31.921 -0.021 0.08 0.057
Si 10.793 2.283 26.878 0.069 0.1 -0.034
Si 8.617 4.534 26.992 0.001 -0.033 0.018
Si 3.231 6.604 24.412 -0.033 -0.137 -0.603
Si 9.819 11.695 29.158 -0.081 -0.063 -0.034
Si 11.436 10.371 30.928 0.087 -0.038 -0.005
Si 15.175 13.289 28.97 -0.039 -0.065 -0.108
Si 11.571 16.373 28.839 0.256 -0.438 -0.62
Si 18.319 4.48 27.219 -0.046 -0.035 -0.013
Si 14.087 5.707 25.863 -0.065 0.156 0.006
Si 18.671 10.376 29.208 0.06 0.058 0.03
Si 12.839 8.321 0.718 -0.129 0.126 0.051
Si 12.628 14.664 27.601 -0.243 0.514 0.227
Si 15.525 11.048 32.526 -0.082 0.034 -0.001
Si 16.458 1.555 25.74 -0.385 -0.3 -0.268
Si 15.484 5.296 27.669 -0.412 -0.026 -0.384
Si 19.576 16.928 25.757 0.447 0.424 -0.262
Si 18.957 8.554 27.018 -0.005 -0.008 -0.208
Si 18.339 5.199 31.715 0.05 -0.034 0.102
Si 20.749 15.743 28.314 -0.031 -0.072 0.069
Si 25.197 15.513 29.639 -0.097 -0.047 -0.028
Si 21.017 1.09 30.916 -0.067 0.002 0.014
Si 26.253 11.474 28.27 0.107 0.183 0.145
Si 22.465 11.992 28.517 0.049 0.065 0.101
Si 26.488 13.089 30.644 -0.022 -0.013 0.04
Si 31.167 15.565 28.413 -0.019 0.035 0.051
Si 29.484 0.803 26.482 -0.001 -0.099 -0.109
Si 30.701 8.387 27.416 -0.108 0.083 -0.139
Si 33.782 9.045 27.177 0.039 0.138 -0.051
Si 28.485 10.538 0.273 0.033 -0.06 0.099
Si 32.901 13.819 26.817 0.021 -0.048 -0.03
Si 37.99 1.108 26.549 0.036 -0.248 -0.097
Si 40.821 5.89 29.474 0.006 -0.519 0.167
Si 35.251 7.013 28.802 0.087 -0.168 0.021
Si 40.52 10.424 0.143 0.018 0.048 0.012
Si 32.716 11.362 31.254 0.023 0.134 -0.062
Si 36.51 13.595 28.923 0.504 0.017 0.489
Si 38.535 13.658 30.188 -0.649 0.093 -0.269
Si 42.131 16.016 27.487 0.031 0.137 0.193
Si 40.595 2.426 27.16 0.15 -0.022 -0.035
Si 46.329 7.816 28.138 0.12 -0.106 0.037
Si 41.984 7.216 26.948 -0.008 -0.056 -0.037
Si 40.561 13.326 27.827 0.035 0.034 0.102
Si 50.676 15.759 28.748 0.011 0.019 -0.14
Si 49.477 16.782 33.244 0.41 0.304 0.468
Si 46.164 4.976 27.118 -0.061 0.017 -0.027
Si 53.564 7.976 30.275 -0.037 0.044 0.056
Si 49.355 7.237 28.271 -0.082 -0.053 -0.078
Si 50.233 13.732 26.801 -0.085 -0.126 0.01
Si 54.634 13.202 26.674 -0.034 0.045 0.012
Si 55.273 6.528 0.446 -0.149 -0.026 0.149
Si 54.076 3.511 27.116 0.024 0.028 -0.122
Si 51.72 9.078 32.506 -0.032 0.142 0.067
Si 53.782 13.194 31.069 0.005 0.008 -0.048
Si 49.926 14.394 31.33 -0.061 0.11 -0.053
Si 56.709 4.068 29.96 -0.043 0.056 -0.142
Si 62.912 6.257 31.012 0.086 0.025 0.179
Si 53.858 5.002 29.591 -0.172 -0.057 -0.03
Si 64.002 1.86 31.847 -0.081 -0.029 0.007
Si 57.185 8.822 27.81 -0.041 -0.09 -0.01
Si 63.764 3.331 27.745 0.062 -0.136 -0.045
Si 62.222 15.912 27.616 0.086 0.003 0.143
Si 3.285 1.637 30.031 -0.023 0.017 -0.031
Si 61.032 1.347 31.813 0.097 0.081 0.046
Si 65.156 5.821 26.727 0.188 0.07 -0.196
Si 65.007 8.561 31.177 0.051 -0.136 0.046
Si 4.893 5.947 29.5 0.026 -0.091 -0.084
Si 66.333 16.231 31.541 0.105 0.135 0.231
Si 6.35 8.562 29.914 0.039 0.078 -0.128
Si 64.897 4.137 30.223 0.023 -0.088 0.108
Si 2.677 12.349 27.887 0.091 -0.033 0.001
Si 6.154 9.642 27.282 0.381 0.112 -0.567
Si 7.657 14.539 0.002 -0.132 0.077 0.053
Si 10.827 6.786 31.792 0.472 0.293 -0.089
Si 14.194 7.538 29.291 -0.095 -0.015 -0.042
Si 5.887 5.354 1.541 0.188 -0.432 0.418
Si 2.758 12.655 0.473 0.039 -0.009 0.139
Si 8.553 10.029 31.216 0.082 0.086 -0.102
Si 11.468 16.058 0.125 0.067 -0.059 0.05
Si 16.407 2.59 28.401 0.018 0.065 0.057
Si 16.536 2.702 31.311 0.063 -0.1 0.024
Si 15.61 10.318 29.524 -0.008 0.056 0.031
Si 12.621 7.308 26.781 0.413 -0.513 -0.295
Si 8.388 6.967 0.61 0.025 -0.071 0.038
Si 13.121 15.549 31.333 0.001 -0.127 0.061
Si 13.726 2.983 32.552 -0.077 -0.004 -0.066
Si 21.168 4.017 31.86 -0.059 -0.131 0.089
Si 20.114 9.158 31.678 0.038 -0.014 -0.054
Si 24.166 8.416 30.229 -0.046 0.146 -0.064
Si 21.526 10.456 0.653 0.478 -0.381 0.304
Si 15.97 14.909 31.481 0.055 0.013 -0.054
Si 23.62 16.324 31.925 0.457 0.053 0.268
Si 23.506 14.532 27.315 0.047 0.052 0.073
Si 21.598 6.811 30.7 -0.079 -0.007 -0.053
Si 33.756 5.414 30.958 0.07 -0.112 -0.047
Si 22.754 10.919 31.304 -0.013 0.056 0.139
Si 25.232 1.526 31.17 -0.339 -0.445 0.276
Si 23.528 14.794 0.276 -0.01 -0.05 0.024
Si 26.631 2.195 26.494 -0.105 -0.081 0.058
Si 30.145 2.501 0.202 -0.014 0.119 -0.069
Si 26.535 4.43 28.308 0.049 -0.12 0.003
Si 24.418 0.595 0.111 -0.159 -0.64 0.259
Si 36.434 3.926 30.898 0.032 0.063 -0.149
Si 35.632 4.764 26.638 0.036 0.074 -0.011
Si 39.889 15.614 32.092 0.137 -0.05 0.023
Si 37.884 6.708 30.193 0.043 -0.052 0.118
Si 34.233 11.757 28.573 0.04 -0.113 -0.146
Si 33.442 1.056 29.649 0.025 -0.07 0.112
Si 31.416 14.042 31.005 0.028 0.057 0.046
Si 43.175 11.767 27.539 -0.016 -0.151 -0.599
Si 43.887 2.715 31.228 0.05 -0.049 -0.083
Si 39.161 8.739 32.167 -0.018 -0.09 -0.177
Si 45.207 8.798 0.263 0.085 0.085 0.708
Si 39.213 11.735 32.507 -0.05 0.372 0.467
Si 34.494 14.988 30.793 -0.001 0.031 -0.062
Si 46.044 2.649 0.422 0.013 -0.107 0.056
Si 41.552 1.947 0.285 -0.04 0.085 -0.052
Si 43.775 8.974 28.853 -0.053 -0.086 0.006
Si 43.5 8.806 33.681 -0.11 0.07 0.088
Si 45.488 13.815 27.95 0.127 -0.096 0.007
Si 46.945 14.62 30.326 -0.509 0.062 0.391
Si 52.49 12.138 28.488 -0.007 0.004 -0.154
Si 51.755 9.05 28.14 -0.092 0.048 -0.062
Si 50.667 4.576 29.584 0.13 0.128 0.076
Si 58.244 11.39 28.354 0.08 0.007 -0.088
Si 51.59 12.228 32.613 -0.014 -0.105 0.073
Si 56.383 11.971 32.122 -0.086 0.085 0.069
Si 53.368 15.859 26.983 -0.116 0.041 0.042
Si 59.735 7.662 26.665 -0.014 -0.084 0.015
Si 52.053 8.552 1.474 -0.051 -0.196 0.725
Si 57.543 8.303 1.624 0.053 -0.069 0.631
Si 55.988 8.933 31.773 -0.199 0.004 -0.04
Si 60.974 2.485 27.358 -0.086 0.106 -0.122
Si 60.899 14.897 30.348 0.039 -0.038 -0.032
Si 62.577 2.021 0.809 0.025 0.653 -0.167
Si 60.68 7.53 29.375 -0.009 0.089 -0.068
Si 59.62 10.559 0.895 0.058 0.058 0.18
Si 57.927 13.695 30.229 0.022 -0.017 0.13
Si 62.105 12.402 31.813 -0.049 -0.053 0.04
Si 3.547 1.166 0.181 -0.031 0.021 0.065
Si 1.662 4.669 0.054 0.039 -0.072 0.053
Si 64.524 6.4 0.201 -0.125 -0.007 0.092
Si 4.899 11.077 29.376 -0.009 0.03 -0.075
Si 1.211 8.017 28.403 -0.047 0.075 -0.012
Si 1.396 15.402 0.503 -0.206 0.048 0.61
Si 7.146 15.13 31.217 0.047 -0.099 0.148
Si 11.038 3.828 31.504 0.064 0.044 -0.116
Si 7.878 1.869 1.958 0.341 0.243 0.049
Si 7.563 9.884 0.304 -0.123 -0.035 0.133
Si 4.677 13.369 31.361 -0.066 -0.082 -0.014
Si 9.907 2.042 33.629 -0.274 0.278 0.322
Si 6.12 1.48 31.394 -0.17 0.16 0.188
Si 13.195 3.436 1.345 -0.295 0.185 0.531
Si 5.54 5.008 32.978 0.245 -0.061 -0.529
Si 12.797 12.713 32.317 0.048 0.032 0.035
Si 17.075 13.234 26.59 -0.052 -0.127 -0.111
Si 6.66 4.455 31.015 -0.36 0.26 0.512
Si 15.878 5.017 0.716 0.009 0.063 0.006
Si 19.359 6.465 29.022 -0.021 -0.042 -0.032
Si 12.838 7.968 31.84 -0.469 -0.345 0.152
Si 18.803 8.74 0.869 0.092 -0.031 0.112
Si 9.589 12.29 0.734 0.101 -0.129 0.699
Si 17.84 14.181 0.958 -0.207 0.272 0.54
Si 21.837 2.281 0.569 -0.068 -0.029 0.116
Si 28.146 10.808 30.292 -0.053 0.035 -0.004
Si 26.424 14.205 33.391 -0.429 0.533 0.084
Si 27.082 8.236 31.192 0.046 0.119 0.096
Si 15.587 12.326 0.127 0.041 0.031 0.085
Si 18.215 16.738 32.096 -0.018 0.006 0.081
Si 29.332 14.364 33.321 0.042 0.072 0.001
Si 26.698 6.166 33.352 0.104 0.027 0.03
Si 26.144 4.292 31.047 0.141 0.071 0.079
Si 28.891 4.326 29.973 -0.104 -0.006 -0.116
Si 32.052 4.992 0.282 0.049 -0.033 0.046
Si 31.586 3.383 30.757 0.014 0.103 -0.006
Si 23.959 9.555 27.552 -0.065 0.033 -0.024
Si 36.02 2.17 28.415 0.161 -0.032 0.129
Si 37.908 13.13 26.328 -0.054 0.098 0.106
Si 37.764 4.119 33.589 0.012 0.035 -0.028
Si 29.556 7.297 30.142 0.049 0.009 -0.106
Si 30.526 9.655 31.513 -0.077 -0.01 0.067
Si 32.981 10.67 0.35 -0.084 0.016 -0.08
Si 46.303 2.832 29.3 0.037 -0.086 0.106
Si 41.25 3.7 30.014 -0.142 0.522 0.099
Si 45.233 15.978 0.353 -0.225 -0.153 0.486
Si 35.719 14.27 33.527 -0.069 -0.073 -0.003
Si 40.053 2.295 32.632 -0.005 0.061 -0.114
Si 42.775 16.064 30.676 -0.075 0.022 -0.039
Si 49.3 2.161 28.484 -0.244 0.004 0
Si 46.277 16.493 28.221 0.05 0.036 0.135
Si 41.977 8.168 31.163 -0.057 -0.017 0.029
Si 49.011 10.626 1.44 -0.139 0.146 0.587
Si 45.308 14.89 32.014 0.463 -0.106 -0.362
Si 49.567 0.19 1.385 0.037 0.127 -0.136
Si 50.635 2.138 0.499 -0.171 -0.682 0.423
Si 61.161 10.642 29.331 -0.037 -0.072 -0.024
Si 55.868 3.619 0.517 0.195 -0.082 0.796
Si 44.74 11.697 0.449 0.012 0.088 0.053
Si 53.481 1.651 0.82 -0.308 0.095 0.724
Si 55.43 1.026 28.594 -0.033 0.058 -0.146
Si 56.682 16.634 33.636 0.027 0.034 0.092
Si 47.937 7.932 0.094 0.039 -0.065 0.074
Si 54.198 10.892 1.356 -0.005 0.199 0.638
Si 49.553 3.312 32.213 -0.01 -0.16 0.124
Si 57.941 2.405 27.753 -0.028 -0.019 -0.025
Si 62.187 4.26 0.143 0.188 -0.652 0.183
Si 58.302 2.6 32.22 -0.079 0.091 0.075
Si 60.086 0.482 1.198 -0.05 0.14 0.138
Si 55.6 15.605 30.927 -0.009 0.051 0.078
Si 57.622 7.06 30.055 -0.063 -0.071 -0.107
Si 0.094 11.008 0.898 0.098 0.026 0.12
Si 1.285 14.985 8.471 0.007 -0.018 0.017
Si 4.042 1.376 8.454 0 0.003 0.01
Si 1.313 4.116 8.397 -0.017 -0.004 0.006
Si 4.038 6.815 8.405 -0.006 -0.002 -0.007
Si 1.342 9.554 8.383 0 0.01 -0.011
Si 4.015 12.265 8.404 0.009 -0.005 -0.022
Si 6.685 14.964 8.437 -0.005 0.03 0.008
Si 9.429 1.32 8.424 0.018 0.018 0.029
Si 6.737 4.109 8.415 -0.029 0.005 -0.007
Si 9.446 6.802 8.378 0.034 0.027 -0.006
Si 6.718 9.538 8.376 -0.004 0.023 -0.006
Si 9.45 12.164 8.416 0.011 -0.005 0.011
Si 12.144 14.952 8.41 -0.019 -0.015 0.02
Si 14.897 1.324 8.319 0.009 0.008 -0.007
Si 12.17 4.101 8.383 -0.006 0.005 0.008
Si 14.864 6.787 8.331 0.011 -0.027 0.003
Si 12.091 9.55 8.358 -0.016 0.046 -0.016
Si 14.861 12.221 8.326 0.014 -0.006 0.011
Si 17.598 14.964 8.214 -0.007 -0.004 -0.008
Si 20.339 1.35 8.106 0 -0.022 0.001
Si 17.557 4.078 8.252 -0.014 -0.004 0.003
Si 20.297 6.837 8.102 -0.006 -0.018 0.006
Si 17.567 9.517 8.175 -0.011 -0.006 -0.004
Si 20.324 12.24 8.117 -0.002 -0.008 -0.001
Si 23.026 14.946 7.978 0.014 -0.002 0.022
Si 25.815 1.391 7.878 -0.027 -0.011 0.011
Si 23.082 4.091 7.937 -0.002 -0.036 -0.001
Si 25.831 6.782 7.849 0.007 0.011 0
Si 23.067 9.51 7.974 -0.017 0.02 -0.019
Si 25.74 12.258 8.01 -0.038 0.027 0.012
Si 28.538 14.972 7.884 0.004 0.013 -0.03
Si 31.287 1.345 7.803 -0.001 0.016 -0.021
Si 28.538 4.055 7.794 0.014 0.005 0.005
Si 31.374 6.681 8.01 0.018 -0.046 0.008
Si 28.522 9.523 7.976 0.008 0.018 -0.006
Si 31.306 12.176 7.893 -0.01 -0.028 -0.005
Si 34.042 14.884 7.874 0.008 -0.011 0.003
Si 36.774 1.292 7.931 0.025 0.004 0.009
Si 34.08 3.982 7.972 0.03 -0.011 0.014
Si 36.815 6.742 7.897 0.045 -0.003 -0.028
Si 34.067 9.431 7.952 -0.017 -0.005 0.008
Si 36.789 12.198 7.879 0.008 0.021 -0.021
Si 39.533 14.89 8.029 -0.014 0.047 -0.007
Si 42.241 1.334 8.047 0.031 -0.011 0.014
Si 39.464 4.037 7.948 0.006 0.007 0.004
Si 42.218 6.729 7.979 0.028 0.028 0.005
Si 39.567 9.436 7.914 -0.021 0.001 -0.031
Si 42.308 12.124 8.069 0.038 -0.033 0.017
Si 44.967 14.933 8.005 0.043 0.046 -0.046
Si 47.662 1.399 8.136 0.007 0.002 0
Si 44.974 4.062 8.105 0.008 0.006 0.029
Si 47.72 6.811 8.121 0.014 0.013 0.021
Si 44.95 9.535 8.038 -0.016 -0.013 -0.003
Si 47.62 12.294 8.069 -0.016 0.007 0.005
Si 50.399 14.972 8.162 0.017 0.001 -0.027
Si 53.11 1.402 8.223 -0.001 -0.025 0.009
Si 50.45 4.095 8.156 -0.028 -0.009 -0.006
Si 53.118 6.888 8.208 -0.012 0 -0.011
Si 50.387 9.561 8.131 0.002 -0.011 0.004
Si 53.059 12.309 8.208 -0.018 0.013 -0.035
Si 55.824 14.986 8.32 0.012 0.02 0.012
Si 58.542 1.412 8.324 -0.027 -0.009 0.003
Si 55.842 4.11 8.254 -0.006 -0.009 -0.005
Si 58.512 6.87 8.322 -0.014 0.012 -0.022
Si 55.818 9.56 8.241 0.001 -0.002 -0.016
Si 58.487 12.299 8.324 -0.017 0.019 0.005
Si 61.215 15.044 8.325 -0.013 0.018 -0.014
Si 63.87 1.454 8.367 -0.014 0.023 0.007
Si 61.238 4.124 8.346 0.019 -0.009 -0.012
Si 63.924 6.836 8.411 0.003 0.009 0.008
Si 61.211 9.556 8.396 0.002 0.005 0.013
Si 63.912 12.284 8.412 -0.001 0.001 0.013
Si 2.682 16.334 9.8 0.005 0.007 0.001
Si 5.398 2.744 9.793 -0.003 -0.014 0.008
Si 2.681 5.461 9.768 0.012 -0.015 0.001
Si 5.376 8.19 9.765 -0.007 0.012 -0.003
Si 2.696 10.883 9.773 0.001 -0.008 0.001
Si 5.358 13.604 9.799 0.012 -0.002 0.007
Si 8.075 16.301 9.791 -0.011 0.013 0.006
Si 10.814 2.714 9.728 -0.007 -0.007 -0.003
Si 8.113 5.446 9.764 0.017 -0.016 -0.008
Si 10.787 8.169 9.742 -0.011 0 0.004
Si 8.09 10.839 9.783 0.015 -0.014 -0.001
Si 10.796 13.569 9.753 0.008 -0.006 -0.007
Si 13.541 16.309 9.711 0.003 -0.005 -0.009
Si 16.249 2.707 9.643 0.009 0.005 0.002
Si 13.536 5.44 9.726 0 0.006 0.005
Si 16.264 8.161 9.612 -0.009 0.007 0.002
Si 13.504 10.875 9.696 0.007 -0.004 -0.004
Si 16.272 13.588 9.61 0.028 -0.008 -0.007
Si 18.991 16.33 9.518 -0.009 0.012 -0.004
Si 21.748 2.733 9.376 0.002 0.009 0.002
Si 18.988 5.45 9.509 -0.012 0.006 -0.002
Si 21.719 8.179 9.398 0.002 0.009 -0.001
Si 18.972 10.877 9.494 -0.005 0.005 0.004
Si 21.718 13.603 9.424 0.002 -0.003 0.006
Si 24.45 16.33 9.271 0.005 0.003 -0.004
Si 27.2 2.725 9.232 0.016 -0.009 0.02
Si 24.477 5.44 9.272 0.004 0.012 0.006
Si 27.169 8.121 9.279 0.003 -0.022 -0.006
Si 24.418 10.863 9.354 0.011 -0.026 0.016
Si 27.166 13.634 9.281 -0.007 0.02 0.01
Si 29.937 16.318 9.216 0.012 0.005 -0.003
Si 32.648 2.643 9.253 -0.016 -0.015 0.001
Si 29.91 5.351 9.257 -0.008 0 0.008
Si 32.706 8.095 9.327 -0.018 0.003 0.023
Si 29.927 10.866 9.292 0.01 0.008 0.001
Si 32.673 13.546 9.246 -0.014 -0.001 0.003
Si 35.388 16.254 9.261 -0.008 0.005 0.009
Si 38.109 2.675 9.307 -0.02 0.003 0.01
Si 35.437 5.398 9.278 -0.008 0.012 0.005
Si 38.162 8.11 9.276 -0.012 0.001 -0.003
Si 35.433 10.838 9.263 0.004 -0.023 0.008
Si 38.12 13.536 9.314 -0.008 -0.015 0.008
Si 40.866 16.285 9.379 -0.004 -0.01 0.002
Si 43.583 2.699 9.421 -0.001 -0.001 0.009
Si 40.839 5.386 9.332 0.004 0.003 -0.012
Si 43.562 8.135 9.348 -0.002 0.004 -0.014
Si 40.868 10.792 9.35 -0.012 0.021 0.015
Si 43.615 13.573 9.387 -0.008 -0.017 -0.004
Si 46.285 16.31 9.422 0.005 -0.001 -0.009
Si 49.03 2.756 9.487 0.01 -0.027 0.002
Si 46.312 5.458 9.447 -0.013 0.008 0.004
Si 49.029 8.197 9.491 0.004 0.004 0.006
Si 46.281 10.903 9.422 -0.002 0.005 0.008
Si 48.992 13.615 9.471 0.016 0.005 0
Si 51.717 16.356 9.541 -0.012 0.014 0.007
Si 54.458 2.759 9.593 -0.018 0.005 -0.003
Si 51.752 5.489 9.529 0.012 0.017 -0.005
Si 54.445 8.223 9.601 -0.009 -0.001 -0.004
Si 51.71 10.916 9.538 0.002 -0.002 -0.003
Si 54.417 13.631 9.617 -0.001 0.019 -0.011
Si 57.174 16.36 9.666 -0.013 -0.011 0.006
Si 59.878 2.764 9.701 0 -0.006 0.004
Si 57.162 5.475 9.643 0.006 -0.012 -0.002
Si 59.854 8.19 9.723 0.017 -0.006 0.006
Si 57.132 10.918 9.651 0.017 -0.01 -0.015
Si 59.852 13.665 9.672 -0.01 -0.007 -0.01
Si 62.547 16.383 9.725 0.008 0.003 -0.003
Si 65.249 2.761 9.76 0.025 -0.026 0.002
Si 62.564 5.471 9.749 -0.012 0.014 0.001
Si 65.278 8.197 9.763 -0.008 -0.012 0.001
Si 62.56 10.915 9.751 -0.004 -0.003 0.007
Si 65.237 13.622 9.813 -0.013 0.014 0.009
Si 1.324 1.394 11.128 -0.019 -0.008 -0.006
Si 4.031 4.098 11.139 -0.012 -0.016 -0.004
Si 1.348 6.836 11.138 0.026 0.03 -0.009
Si 4.041 9.537 11.157 0.004 0.014 0.002
Si 1.338 12.248 11.137 -0.01 0.012 -0.008
Si 4.031 14.974 11.168 0.008 0.007 -0.004
Si 6.754 1.372 11.147 0.028 0.009 0.009
Si 9.475 4.074 11.107 0.004 -0.006 0.004
Si 6.75 6.817 11.112 0.008 0.006 -0.008
Si 9.453 9.498 11.14 -0.016 -0.009 0.003
Si 6.744 12.235 11.134 -0.016 0.002 -0.007
Si 9.447 14.931 11.127 -0.014 -0.008 0
Si 12.184 1.349 11.074 0.008 0.01 0.006
Si 14.906 4.052 11.031 -0.014 -0.022 0.004
Si 12.179 6.804 11.074 0.011 -0.009 0
Si 14.899 9.496 11 -0.001 -0.002 0.004
Si 12.182 12.227 11.093 0.006 0.01 -0.005
Si 14.929 14.934 11.008 0.006 0.007 -0.003
Si 17.658 1.347 10.93 0.012 0.012 0.009
Si 20.39 4.065 10.794 0.002 0.007 0.009
Si 17.648 6.782 10.924 0.01 -0.004 -0.004
Si 20.373 9.511 10.81 0.008 0.007 -0.004
Si 17.643 12.208 10.919 -0.011 -0.002 -0.001
Si 20.367 14.941 10.821 -0.011 -0.006 0.005
Si 23.115 1.347 10.699 -0.01 -0.002 0.007
Si 25.848 4.075 10.629 0.002 -0.002 0.002
Si 23.112 6.779 10.685 -0.012 -0.009 -0.005
Si 25.814 9.482 10.657 0.002 0.008 0.005
Si 23.092 12.222 10.748 0 0.01 0.006
Si 25.816 14.977 10.658 -0.001 0.001 0.004
Si 28.57 1.352 10.595 0.005 0.001 -0.003
Si 31.289 4.011 10.621 0.001 -0.004 0.009
Si 28.565 6.757 10.611 -0.005 -0.005 0.005
Si 31.302 9.483 10.63 -0.015 -0.017 0.01
Si 28.551 12.247 10.617 0.034 -0.005 0.003
Si 31.303 14.941 10.577 0.021 0.006 -0.006
Si 34.017 1.296 10.614 0.011 0 0.006
Si 36.765 4.044 10.664 0.01 -0.005 0.009
Si 34.078 6.749 10.665 -0.003 0.01 0.015
Si 36.79 9.481 10.635 0.012 0.009 0.011
Si 34.047 12.197 10.618 -0.013 0.003 -0.005
Si 36.758 14.919 10.651 -0.001 0.007 -0.009
Si 39.487 1.346 10.696 0.006 0.011 0.003
Si 42.2 4.07 10.741 0.011 -0.001 0.008
Si 39.491 6.765 10.677 0.006 -0.011 0.005
Si 42.208 9.469 10.735 -0.007 -0.003 0.004
Si 39.484 12.181 10.677 -0.003 -0.016 0
Si 42.218 14.926 10.734 -0.002 0.01 -0.002
Si 44.917 1.338 10.787 -0.023 -0.015 0.005
Si 47.643 4.104 10.828 0.004 0.009 0.002
Si 44.913 6.815 10.765 0.023 0.016 0.007
Si 47.625 9.549 10.813 0.002 0.003 0.008
Si 44.933 12.247 10.789 0.023 0.016 0.009
Si 47.637 14.987 10.814 0.01 0.011 0.009
Si 50.345 1.395 10.872 0.009 -0.009 0.009
Si 53.08 4.128 10.911 0.005 -0.014 -0.006
Si 50.36 6.836 10.869 -0.009 0.002 -0.006
Si 53.058 9.572 10.93 0.022 0.002 -0.002
Si 50.317 12.261 10.873 -0.022 -0.021 0.008
Si 53.05 15.006 10.94 -0.004 -0.008 -0.007
Si 55.786 1.403 10.986 0.007 0.009 -0.004
Si 58.503 4.128 11.033 0.013 0.016 0.004
Si 55.779 6.843 10.962 -0.023 0.009 -0.007
Si 58.487 9.571 11.029 -0.008 0.007 0
Si 55.758 12.269 10.995 -0.024 -0.029 -0.002
Si 58.5 14.998 11.048 -0.001 0.01 0
Si 61.2 1.404 11.093 -0.013 -0.005 0.008
Si 63.917 4.126 11.129 -0.004 -0.002 -0.014
Si 61.198 6.829 11.093 -0.012 -0.009 0.002
Si 63.907 9.546 11.115 -0.008 -0.003 -0.005
Si 61.192 12.298 11.057 0.012 0.022 0.001
Si 63.888 15.016 11.114 0.014 -0.009 0.003
Si 65.259 16.348 12.48 0.013 0.012 -0.008
Si 2.685 2.74 12.502 0.006 -0.007 -0.006
Si 65.272 5.477 12.505 -0.002 -0.004 0
Si 2.692 8.18 12.523 0 -0.013 0.016
Si 65.258 10.892 12.491 0 -0.018 -0.006
Si 2.683 13.605 12.516 0.006 -0.004 0.001
Si 5.406 16.329 12.516 -0.007 0.007 0.005
Si 8.135 2.72 12.489 -0.007 0 0.003
Si 5.406 5.454 12.485 -0.004 -0.001 -0.008
Si 8.111 8.143 12.502 0.016 0.01 0.008
Si 5.401 10.89 12.52 0.007 -0.016 0.008
Si 8.104 13.584 12.509 0 -0.012 0.004
Si 10.837 16.303 12.45 0 -0.003 0.001
Si 13.56 2.702 12.413 0.007 0.013 0.008
Si 10.846 5.43 12.451 -0.007 0.009 0.002
Si 13.571 8.144 12.407 -0.001 0.006 0.001
Si 10.837 10.863 12.465 0.007 -0.002 0.005
Si 13.58 13.588 12.4 0.008 -0.005 -0.009
Si 16.31 16.307 12.317 0.004 -0.004 -0.003
Si 19.051 2.719 12.217 -0.008 -0.014 0.003
Si 16.308 5.42 12.324 -0.007 -0.008 0.004
Si 19.047 8.148 12.222 0.001 0.001 0.001
Si 16.294 10.859 12.313 0.013 0.012 -0.006
Si 19.033 13.582 12.221 0.008 -0.002 0.003
Si 21.768 16.316 12.116 -0.003 0.004 0.001
Si 24.497 2.717 12.024 0.01 -0.004 0.008
Si 21.774 5.436 12.104 0.011 -0.009 -0.002
Si 24.475 8.133 12.044 0.001 0.001 -0.003
Si 21.753 10.868 12.141 -0.008 0.017 0.007
Si 24.491 13.592 12.054 -0.003 0.001 -0.003
Si 27.213 16.326 11.988 0.002 0.015 0.013
Si 29.933 2.676 11.995 0.013 -0.009 0.013
Si 27.215 5.419 11.999 0.005 0.01 0.006
Si 29.931 8.122 11.979 0.009 0.005 0.01
Si 27.202 10.858 11.978 -0.01 -0.008 -0.011
Si 29.939 13.594 11.953 -0.023 0.022 -0.002
Si 32.66 16.271 11.972 0 -0.002 0.005
Si 35.371 2.68 11.976 -0.014 0.008 -0.008
Si 32.661 5.393 11.977 -0.002 -0.005 -0.002
Si 35.425 8.133 12.012 -0.003 -0.011 0.007
Si 32.674 10.848 11.979 0.007 0.005 0.005
Si 35.395 13.561 12.004 0.002 0.007 0.007
Si 38.109 16.293 12.026 -0.014 0.008 0.01
Si 40.83 2.706 12.088 -0.012 -0.001 0.002
Si 38.126 5.41 12.027 -0.008 0.015 -0.005
Si 40.831 8.12 12.073 0.004 0.005 -0.004
Si 38.118 10.837 12.04 0.001 -0.005 0.002
Si 40.826 13.563 12.054 0.001 -0.007 -0.001
Si 43.536 16.309 12.127 0.013 -0.009 -0.002
Si 46.254 2.731 12.15 0.004 -0.018 -0.004
Si 43.543 5.448 12.115 -0.011 0.012 -0.002
Si 46.246 8.183 12.154 -0.015 0.013 0.004
Si 43.538 10.869 12.091 -0.013 0.001 -0.007
Si 46.261 13.623 12.153 0.001 -0.016 -0.006
Si 48.961 16.356 12.197 0.001 0.013 -0.002
Si 51.691 2.765 12.231 -0.011 0.008 -0.012
Si 48.971 5.481 12.202 0.007 0.006 0.002
Si 51.684 8.196 12.256 0.017 -0.004 0.003
Si 48.948 10.903 12.22 0.008 0.009 0.013
Si 51.662 13.629 12.255 -0.003 0.005 -0.006
Si 54.399 16.361 12.316 -0.002 -0.002 -0.006
Si 57.126 2.762 12.365 -0.013 -0.01 0.006
Si 54.409 5.483 12.293 -0.001 0 -0.008
Si 57.118 8.195 12.346 0.009 -0.009 -0.008
Si 54.391 10.909 12.333 -0.004 0.005 0.001
Si 57.123 13.62 12.365 0.002 0.011 -0.007
Si 59.843 16.35 12.428 0.007 -0.013 0.014
Si 62.558 2.753 12.467 0.014 -0.008 0.009
Si 59.835 5.47 12.431 -0.001 -0.011 0.011
Si 62.551 8.184 12.465 0 -0.002 -0.002
Si 59.839 10.919 12.399 -0.009 -0.008 -0.007
Si 62.54 13.633 12.443 -0.012 0.022 -0.006
Si 1.325 14.984 13.85 -0.017 0.006 -0.004
Si 4.051 1.382 13.863 -0.008 -0.003 -0.003
Si 1.342 4.101 13.871 0.019 -0.006 0.002
Si 4.059 6.804 13.865 0.012 0.003 -0.006
Si 1.325 9.545 13.878 -0.01 0.015 -0.001
Si 4.046 12.255 13.888 0.001 0.009 -0.007
Si 6.76 14.959 13.881 0.002 0.01 -0.002
Si 9.495 1.347 13.837 -0.001 0.01 0.001
Si 6.78 4.092 13.838 0.007 -0.003 -0.009
Si 9.496 6.779 13.833 -0.013 -0.014 -0.009
Si 6.771 9.518 13.862 -0.008 0.001 -0.008
Si 9.491 12.22 13.843 -0.001 -0.011 -0.002
Si 12.234 14.944 13.78 0.011 -0.006 -0.008
Si 14.957 1.328 13.713 -0.01 -0.002 -0.006
Si 12.215 4.059 13.793 -0.003 -0.002 -0.001
Si 14.951 6.755 13.719 0.008 -0.007 -0.002
Si 12.217 9.491 13.792 -0.001 0.01 0
Si 14.954 12.206 13.714 -0.001 -0.002 0.002
Si 17.688 14.924 13.621 -0.008 0.003 0
Si 20.424 1.337 13.528 -0.008 0.015 0.007
Si 17.697 4.042 13.632 0.02 0.006 0.003
Si 20.436 6.768 13.53 0.005 -0.001 0.004
Si 17.687 9.481 13.618 -0.015 0 0.001
Si 20.414 12.211 13.536 -0.008 -0.004 0.004
Si 23.141 14.937 13.443 0.002 -0.009 0.005
Si 25.869 1.363 13.376 -0.004 0.006 0.004
Si 23.147 4.062 13.426 -0.013 0.008 -0.001
Si 25.857 6.775 13.374 -0.007 -0.001 -0.005
Si 23.141 9.482 13.446 0 -0.016 -0.003
Si 25.863 12.202 13.381 0.016 0.002 -0.002
Si 28.582 14.94 13.326 0.022 -0.002 0.004
Si 31.309 1.311 13.337 0.011 -0.022 0.008
Si 28.59 4.064 13.353 -0.004 -0.009 0.009
Si 31.307 6.772 13.34 0 0.002 0.002
Si 28.568 9.498 13.335 -0.008 0.004 -0.002
Si 31.305 12.233 13.313 -0.003 0.003 -0.008
Si 34.029 14.937 13.343 -0.015 0.002 -0.003
Si 36.736 1.352 13.358 -0.02 0.016 -0.001
Si 34.023 4.04 13.344 0.002 -0.009 -0.005
Si 36.778 6.776 13.381 0.024 -0.008 0.003
Si 34.04 9.499 13.353 0.004 0.004 -0.001
Si 36.751 12.212 13.389 0.002 -0.006 0.002
Si 39.468 14.939 13.405 0.013 -0.005 0.005
Si 42.177 1.361 13.479 0.003 -0.008 0.009
Si 39.468 4.081 13.427 0 0.012 0.006
Si 42.176 6.802 13.476 -0.006 0.008 0.01
Si 39.472 9.492 13.417 -0.001 -0.004 0.004
Si 42.174 12.223 13.441 0.007 -0.017 -0.004
Si 44.887 14.969 13.501 0.001 0.003 0.005
Si 47.592 1.394 13.54 0.01 -0.017 0.013
Si 44.886 4.096 13.502 0.003 0.002 0
Si 47.586 6.83 13.546 0.009 -0.009 0.005
Si 44.866 9.542 13.496 0 0.024 0.001
Si 47.568 12.274 13.552 -0.014 0.026 0.005
Si 50.289 15.005 13.582 -0.001 -0.006 0.005
Si 53.016 1.421 13.63 -0.012 0.013 -0.002
Si 50.316 4.122 13.566 0.02 -0.019 -0.007
Si 53.03 6.834 13.624 0.013 -0.004 -0.013
Si 50.291 9.54 13.596 -0.006 -0.01 0.001
Si 52.994 12.264 13.646 0.016 0 -0.012
Si 55.744 14.991 13.682 -0.001 -0.01 -0.01
Si 58.47 1.402 13.745 0 0.005 0.003
Si 55.744 4.14 13.681 -0.013 0.024 -0.006
Si 58.45 6.848 13.738 -0.019 0.018 -0.004
Si 55.754 9.546 13.692 -0.011 -0.013 -0.006
Si 58.473 12.259 13.748 0.011 -0.004 0.003
Si 61.194 14.984 13.796 0.014 -0.013 0.002
Si 63.91 1.384 13.833 0.007 -0.014 -0.002
Si 61.194 4.122 13.804 -0.012 0.003 0.002
Si 63.907 6.844 13.854 -0.011 0.008 -0.004
Si 61.176 9.558 13.786 0.009 0.003 -0.008
Si 63.883 12.265 13.815 0.002 0.025 -0.015
Si 2.698 16.332 15.213 0.015 0.011 -0.005
Si 5.425 2.746 15.208 0.012 0.013 -0.011
Si 2.707 5.452 15.241 0.007 -0.004 0.004
Si 5.427 8.151 15.222 0.006 -0.005 0.002
Si 2.676 10.906 15.247 0 -0.004 0.012
Si 5.404 13.607 15.263 -0.01 -0.003 0.012
Si 8.138 16.324 15.223 -0.002 -0.009 0.001
Si 10.877 2.699 15.183 -0.009 0.003 0.005
Si 8.154 5.423 15.21 0.004 0.006 -0.004
Si 10.874 8.129 15.179 0.002 0.001 -0.007
Si 8.147 10.859 15.223 0.007 -0.008 0.004
Si 10.89 13.583 15.158 0.008 0.014 0.002
Si 13.617 16.304 15.116 0.011 0.002 -0.003
Si 16.344 2.685 15.032 -0.016 -0.021 -0.006
Si 13.602 5.409 15.127 0.004 -0.003 0.008
Si 16.355 8.115 15.019 0 -0.001 -0.003
Si 13.609 10.851 15.107 0.007 0.004 -0.004
Si 16.344 13.575 15.021 0.009 -0.003 -0.005
Si 19.076 16.295 14.923 0.003 -0.006 -0.009
Si 21.805 2.718 14.832 0.013 -0.008 0.002
Si 19.096 5.407 14.93 -0.011 0.002 0.004
Si 21.821 8.13 14.859 0.007 0.021 -0.001
Si 19.076 10.85 14.925 0.006 0.013 0
Si 21.81 13.569 14.844 -0.014 0.003 0.001
Si 24.525 16.313 14.754 0.007 0.01 -0.002
Si 27.232 2.726 14.73 0.016 0.008 0.01
Si 24.519 5.424 14.764 0.01 0.001 -0.008
Si 27.214 8.143 14.719 -0.021 -0.011 0
Si 24.526 10.836 14.778 -0.016 -0.007 -0.006
Si 27.247 13.568 14.705 -0.006 -0.004 -0.005
Si 29.953 16.272 14.694 -0.018 -0.003 0.001
Si 32.668 2.676 14.697 -0.004 -0.005 -0.005
Si 29.952 5.424 14.721 0.006 0.006 0.01
Si 32.672 8.137 14.701 0 0.001 0.008
Si 29.935 10.879 14.667 0.012 0.003 0.005
Si 32.667 13.58 14.688 0.01 0.017 0.004
Si 35.369 16.322 14.709 0.015 0.005 -0.011
Si 38.075 2.72 14.743 -0.01 -0.001 -0.012
Si 35.399 5.404 14.697 -0.017 0.004 -0.018
Si 38.117 8.133 14.773 0.003 -0.001 0.008
Si 35.379 10.855 14.746 -0.011 -0.016 0.007
Si 38.109 13.577 14.765 -0.017 0.003 0.011
Si 40.81 16.297 14.805 -0.017 0.008 0.004
Si 43.514 2.747 14.863 0.009 0.002 -0.004
Si 40.806 5.445 14.82 -0.001 0.002 0.001
Si 43.502 8.19 14.854 0.005 0.01 -0.007
Si 40.818 10.859 14.79 0.002 0.012 -0.006
Si 43.518 13.585 14.818 -0.006 -0.01 -0.016
Si 46.213 16.351 14.873 -0.015 -0.008 -0.003
Si 48.933 2.776 14.899 0.013 0.018 -0.003
Si 46.22 5.463 14.895 -0.011 -0.006 0
Si 48.914 8.186 14.945 0.006 0.002 0.019
Si 46.174 10.92 14.886 -0.006 -0.001 -0.008
Si 48.893 13.659 14.913 0.002 -0.007 -0.003
Si 51.619 16.387 14.951 0.002 0.006 0.002
Si 54.349 2.793 15.002 0.01 -0.002 0
Si 51.651 5.474 14.949 0.002 0.01 -0.007
Si 54.38 8.171 15.004 -0.005 -0.007 -0.004
Si 51.62 10.893 14.987 0.009 0.002 0.018
Si 54.363 13.617 14.997 -0.014 0.008 -0.015
Si 57.096 16.342 15.058 -0.017 -0.014 0.01
Si 59.824 2.751 15.127 0.01 0.006 0.011
Si 57.076 5.492 15.074 -0.002 -0.005 -0.002
Si 59.796 8.195 15.115 -0.008 -0.015 -0.013
Si 57.112 10.88 15.081 0.004 -0.001 0.005
Si 59.849 13.59 15.12 0.002 0.027 -0.004
Si 62.553 16.327 15.169 0.005 -0.006 -0.002
Si 65.266 2.721 15.214 -0.023 -0.01 0
Si 62.537 5.48 15.189 0.02 0.005 -0.003
Si 65.243 8.201 15.25 0.013 -0.002 0.005
Si 62.524 10.902 15.172 -0.015 -0.013 -0.006
Si 65.227 13.624 15.18 0.003 -0.017 -0.002
Si 1.34 1.345 16.587 0.009 -0.003 -0.002
Si 4.088 4.093 16.6 0.011 0.001 0.006
Si 1.341 6.825 16.587 0.002 -0.007 -0.011
Si 4.058 9.514 16.56 0.009 -0.007 -0.015
Si 1.288 12.299 16.572 -0.025 0.02 -0.018
Si 4.036 14.993 16.616 -0.002 -0.011 0.003
Si 6.772 1.39 16.58 0.004 0.002 -0.001
Si 9.522 4.055 16.563 0.002 -0.008 -0.005
Si 6.802 6.784 16.575 0.001 0.007 -0.005
Si 9.517 9.473 16.563 0.001 -0.017 -0.009
Si 6.799 12.232 16.589 -0.006 -0.007 -0.009
Si 9.556 14.96 16.529 -0.007 0.001 -0.01
Si 12.271 1.335 16.514 0.003 0.005 -0.006
Si 14.985 4.018 16.436 -0.002 0.011 0.004
Si 12.244 6.755 16.523 -0.006 0.004 -0.006
Si 14.988 9.447 16.402 0.01 -0.015 -0.007
Si 12.261 12.204 16.497 0.011 -0.013 0.007
Si 15.007 14.925 16.425 -0.015 0.005 -0.004
Si 17.725 1.298 16.341 0.009 -0.001 -0.006
Si 20.478 4.049 16.265 0.001 0 0.007
Si 17.751 6.739 16.33 -0.001 0.001 -0.003
Si 20.47 9.483 16.236 -0.018 -0.011 0.009
Si 17.729 12.189 16.318 -0.014 0.005 -0.001
Si 20.466 14.922 16.225 -0.008 -0.003 0.003
Si 23.188 1.353 16.142 -0.002 -0.002 -0.003
Si 25.887 4.089 16.119 -0.021 0.006 -0.003
Si 23.207 6.764 16.188 -0.001 -0.022 -0.002
Si 25.883 9.472 16.142 0.011 0.011 -0.005
Si 23.176 12.173 16.164 -0.004 0.001 0.004
Si 25.893 14.92 16.065 -0.006 0 -0.002
Si 28.602 1.328 16.029 0.014 0 -0.014
Si 31.33 4.045 16.051 -0.007 -0.01 0.01
Si 28.567 6.788 16.074 0.007 0.011 -0.008
Si 31.287 9.526 16.019 0.006 0.001 -0.013
Si 28.608 12.223 16.083 -0.019 0.016 0.007
Si 31.322 14.927 16.067 0.008 0 0.002
Si 34.024 1.353 16.1 -0.007 0.003 0.006
Si 36.727 4.078 16.121 0.001 0.022 0.009
Si 34.063 6.776 16.041 0.009 -0.01 -0.02
Si 36.749 9.495 16.107 -0.002 0.013 -0.016
Si 34 12.236 16.076 -0.001 0.007 -0.003
Si 36.729 14.979 16.067 0.001 0.003 -0.007
Si 39.423 1.369 16.105 0.006 -0.002 -0.004
Si 42.15 4.12 16.219 -0.005 -0.004 0.003
Si 39.46 6.81 16.189 -0.001 -0.005 0.01
Si 42.143 9.549 16.226 -0.008 0 0.015
Si 39.474 12.218 16.144 0.001 -0.011 -0.01
Si 42.178 14.934 16.176 0.009 -0.006 -0.006
Si 44.876 1.397 16.233 -0.015 0.014 0.007
Si 47.589 4.122 16.276 -0.001 0.01 -0.001
Si 44.845 6.841 16.226 0.01 -0.015 -0.013
Si 47.499 9.558 16.249 -0.015 0.022 -0.015
Si 44.82 12.274 16.27 -0.009 0.003 0
Si 47.534 15.021 16.283 0.013 0.003 0.012
Si 50.241 1.438 16.303 0.01 -0.012 0.007
Si 52.975 4.147 16.365 -0.009 0.014 0.009
Si 50.276 6.807 16.299 0.005 -0.004 -0.016
Si 52.99 9.501 16.329 0.017 -0.009 -0.018
Si 50.196 12.272 16.268 -0.004 0.024 -0.008
Si 52.979 15.014 16.276 0.017 -0.01 -0.03
Si 55.719 1.44 16.334 -0.005 0.012 -0.008
Si 58.454 4.155 16.426 -0.018 0.001 -0.006
Si 55.703 6.845 16.429 -0.026 0.014 0
Si 58.453 9.533 16.499 0.004 -0.016 0.005
Si 55.706 12.241 16.367 -0.037 0.015 -0.002
Si 58.465 14.957 16.401 0.016 -0.015 -0.015
Si 61.184 1.376 16.483 0.003 0 -0.007
Si 63.896 4.097 16.535 -0.009 0.009 -0.001
Si 61.142 6.861 16.502 0.001 -0.002 -0.006
Si 63.856 9.58 16.59 0.002 0.003 0.011
Si 61.169 12.233 16.551 0.007 0.007 -0.001
Si 63.871 14.949 16.564 -0.001 0.022 -0.006
Si 65.247 16.279 17.927 -0.018 -0.023 -0.003
Si 2.72 2.711 17.928 0.003 -0.012 -0.001
Si 65.246 5.447 17.908 0.011 0.002 -0.001
Si 2.715 8.178 17.95 0.024 0.019 -0.005
Si 65.199 10.976 17.953 0.022 0.023 -0.003
Si 2.617 13.658 17.96 -0.002 -0.003 0.001
Si 5.405 16.375 17.963 -0.011 0.008 0.008
Si 8.159 2.722 17.949 -0.014 -0.004 -0.01
Si 5.461 5.453 17.972 0.002 -0.003 -0.001
Si 8.178 8.1 17.956 0.013 0.002 -0.001
Si 5.425 10.846 17.921 0.002 0.003 -0.011
Si 8.213 13.606 17.892 0.008 -0.006 -0.011
Si 10.92 16.309 17.903 -0.007 0 0.008
Si 13.65 2.676 17.872 0.001 0.007 0.007
Si 10.903 5.391 17.928 -0.011 0.019 -0.006
Si 13.649 8.112 17.832 0.016 0.005 0.002
Si 10.912 10.83 17.877 -0.014 0.008 -0.001
Si 13.656 13.574 17.808 0.021 0.01 0.007
Si 16.402 16.262 17.772 -0.008 -0.016 0
Si 19.124 2.667 17.631 -0.009 0 0.001
Si 16.395 5.383 17.717 0.013 0.01 -0.005
Si 19.167 8.1 17.623 0.001 -0.007 -0.012
Si 16.394 10.802 17.688 -0.009 0.016 -0.003
Si 19.135 13.552 17.613 -0.006 -0.008 0
Si 21.854 16.307 17.515 0.003 0.018 -0.007
Si 24.556 2.715 17.483 0.008 -0.005 -0.003
Si 21.883 5.413 17.589 -0.014 0.01 -0.001
Si 24.566 8.107 17.569 0.006 0.002 0.018
Si 21.85 10.821 17.589 0.006 0.02 -0.005
Si 24.561 13.556 17.449 0.015 -0.009 -0.021
Si 27.263 16.286 17.387 -0.006 0.006 -0.014
Si 29.948 2.684 17.384 0.005 -0.001 0.004
Si 27.224 5.461 17.494 -0.002 0.007 0.019
Si 29.926 8.184 17.38 -0.016 0.01 -0.007
Si 27.26 10.853 17.457 -0.005 -0.007 -0.002
Si 29.99 13.568 17.451 -0.007 -0.021 0.036
Si 32.647 16.311 17.441 -0.001 0.011 0.007
Si 35.375 2.716 17.491 -0.013 -0.009 0.018
Si 32.74 5.391 17.379 0.012 0.007 0.006
Si 35.39 8.124 17.45 0.025 -0.023 -0.004
Si 32.603 10.883 17.412 -0.002 0.002 0.009
Si 35.36 13.633 17.404 -0.005 -0.01 -0.012
Si 38.068 16.334 17.455 -0.018 0.013 -0.023
Si 40.745 2.729 17.494 -0.004 0.028 -0.014
Si 38.064 5.451 17.511 -0.011 0.001 -0.005
Si 40.799 8.178 17.591 0.007 0.021 0.011
Si 38.106 10.848 17.476 -0.006 -0.037 -0.001
Si 40.831 13.563 17.537 0.006 -0.017 0.014
Si 43.522 16.311 17.539 0.026 -0.017 0
Si 46.23 2.76 17.621 0.033 -0.035 0.004
Si 43.486 5.519 17.601 -0.021 0.028 0.002
Si 46.156 8.206 17.626 -0.004 0.011 -0.008
Si 43.451 10.921 17.643 0.023 0.02 0
Si 46.172 13.653 17.635 -0.028 0.001 0.002
Si 48.829 16.446 17.655 -0.014 0.007 -0.004
Si 51.563 2.809 17.692 0.002 0.004 0.005
Si 48.909 5.49 17.683 0.009 -0.001 -0.027
Si 51.627 8.136 17.676 0.021 -0.017 0
Si 48.797 10.936 17.622 -0.012 -0.002 -0.001
Si 51.55 13.673 17.555 0.013 0.023 -0.018
Si 54.327 16.395 17.612 -0.019 -0.019 -0.018
Si 57.083 2.777 17.715 -0.02 -0.003 0.001
Si 54.315 5.494 17.768 0.012 0 0.03
Si 57.068 8.168 17.829 -0.013 -0.004 -0.004
Si 54.34 10.848 17.685 0.035 -0.013 0.007
Si 57.103 13.569 17.705 0.004 0.01 -0.009
Si 59.815 16.297 17.774 0.01 0 -0.01
Si 62.522 2.734 17.866 -0.009 -0.02 -0.003
Si 59.783 5.495 17.842 0 -0.002 0.003
Si 62.44 8.227 17.911 -0.009 0.011 0.018
Si 59.804 10.866 17.914 0.016 0.006 0
Si 62.519 13.581 17.942 0.015 -0.014 -0.01
O 5.439 14.918 3.369 -0.469 0.033 -0.216
O 19.324 11.703 2.883 0.065 0.108 -0.01
O 26.375 7.297 1.684 0.007 -0.397 -0.323
O 28.725 5.128 1.613 -0.143 0.153 -0.087
O 31.283 12.609 2.942 -0.367 0.162 -0.061
O 33.545 14.035 2.919 0.154 -0.392 -0.154
O 35.197 15.987 2.44 0.196 -0.135 -0.327
O 36.912 1.319 3.432 0.149 -0.042 -0.44
O 38.869 2.943 2.658 -0.177 -0.074 -0.408
O 33.502 2.924 2.576 0.066 -0.213 -0.298
O 33.043 8.053 2.603 -0.155 -0.053 -0.246
O 34.828 9.996 2.777 -0.136 0.308 0.107
O 39.649 14.786 3.39 -0.203 0.117 -0.183
O 39.235 5.081 1.197 0.085 0.18 -0.048
O 42.477 13.317 2.676 -0.187 0.46 -0.178
O 43.698 3.135 2.621 -0.16 -0.35 -0.009
O 45.645 4.735 3.026 0.037 -0.014 0.001
O 47.981 13.29 2.834 -0.16 0.208 -0.405
O 1.109 17.009 26.936 -0.05 -0.185 0.281
O 64.693 16.576 24.999 0.123 -0.261 0.377
O 65.619 10.385 24.971 -0.046 0.017 0.068
O 64.445 10.824 27.257 -0.068 0.038 0.485
O 3.429 15.649 26.765 -0.135 -0.153 0.352
O 3.289 13.898 24.746 -0.261 0.143 0.244
O 4.274 16.917 24.232 -0.405 -0.5 0.147
O 9.255 7.664 24.497 -0.204 0.036 0.228
O 7.07 9.056 24.146 -0.637 -0.006 -0.056
O 5.61 11.137 24.665 -0.533 0.131 0.571
O 11.554 10.056 24.441 -0.223 -0.208 0.191
O 17.199 14.433 25.52 -0.45 0.415 0.221
O 20.994 5.825 24.402 -0.325 -0.152 0.354
O 25.435 5.84 24.732 -0.49 0.374 0.011
O 20.625 12.219 23.597 -0.149 -0.138 0.625
O 22.744 10.583 24.161 0.033 0.437 0.2
O 29.208 9.673 24.863 -0.506 0.37 -0.525
O 26.835 11.511 24.62 -0.273 -0.45 0.11
O 28.934 11.99 26.143 0.275 0.383 0.426
O 31.012 12.539 23.585 0.207 -0.036 -0.158
O 31.523 1.029 23.619 -0.399 -0.141 -0.088
O 33.302 15.421 23.852 -0.085 -0.089 0.124
O 36.132 6.933 24.621 -0.297 -0.153 -0.406
O 32.745 10.667 24.164 -0.032 -0.071 0.31
O 35.238 13.703 24.192 0.088 -0.377 0.383
O 36.582 9.428 25.142 0.083 0.136 0.121
O 40.359 14.423 24.244 0.55 0.245 0.086
O 45.257 15.482 24.75 0.531 0.147 -0.106
O 47.033 2.346 25.45 0.449 0.111 0.026
O 46.44 8.476 24.576 -0.182 -0.076 0.185
O 44.78 10.331 25.3 -0.288 -0.337 -0.29
O 48.612 16.724 24.669 -0.236 0.203 0.164
O 51.322 3.295 24.325 -0.126 0.138 0.01
O 50.12 4.613 26.075 -0.203 -0.079 0.356
O 52.646 7.557 23.806 0.07 -0.116 -0.132
O 50.745 9.241 24.04 -0.644 0.176 0.151
O 49.807 10.425 26.066 -0.091 -0.328 0.559
O 54.456 9.584 24.804 -0.164 -0.145 -0.219
O 56.284 13.837 24.31 0.016 -0.317 0.276
O 58.5 13.801 25.556 0.493 0.321 -0.032
O 59.449 16.758 24.542 0.404 -0.136 0.322
O 63.181 12.723 26.144 0.492 0.019 0.251
O 7.197 16.709 30.961 0.508 0.283 -0.177
O 5.169 2.766 25.444 0.038 -0.251 0.612
O 5.704 7.133 30.25 -0.041 -0.158 0.527
O 0.985 4.905 25.963 0.283 -0.431 0.479
O 4.761 8.846 26.957 -0.185 0.021 -0.324
O 2.818 7.881 28.493 0.226 0.119 0.507
O 65.827 6.627 27.935 0.25 -0.21 0.153
O 64.714 3.062 29.03 0.345 -0.376 0.033
O 1.778 13.375 28.766 -0.228 0.342 -0.197
O 8.033 16.041 25.134 0.039 0.109 0.171
O 9.593 3.283 27.277 -0.086 0.025 0.538
O 10.071 1.098 26.053 0.135 -0.347 0.439
O 5.805 4.622 29.638 -0.067 -0.334 -0.517
O 12.831 7.358 28.402 -0.352 -0.126 0.376
O 11.467 1.537 28.156 0.108 0.229 0.473
O 9.588 11.777 27.565 -0.062 -0.339 -0.219
O 15.761 10.302 31.131 0.007 -0.446 0.202
O 12.524 16.445 30.143 0.203 0.553 0.071
O 11.898 3.099 26.003 0.133 -0.17 -0.088
O 12.993 8.792 26.241 0.056 0.354 0.491
O 13.994 10.852 25.077 -0.145 0.119 0.369
O 13.858 14.098 28.502 -0.064 0.186 0.35
O 16.132 12.138 25.855 0.224 -0.362 0.288
O 10.06 13.208 29.71 0.211 0.16 0.333
O 15.953 1.51 27.289 -0.505 -0.416 0.424
O 16.589 3.089 25.14 -0.673 0.098 -0.221
O 18.831 4.297 25.695 0.733 -0.038 0.15
O 17.017 5.442 27.144 -0.077 0.279 -0.393
O 20.099 7.781 26.151 0.035 -0.246 0.48
O 21.995 8.152 24.391 0.224 -0.112 -0.096
O 19.061 9.469 30.49 -0.356 -0.192 0.037
O 19.438 9.865 27.853 0.654 0.246 -0.343
O 21.277 16.702 29.495 0.02 0.139 -0.032
O 23.778 14.586 25.736 0.152 -0.36 0.032
O 23.985 15.22 30.719 -0.139 -0.534 0.237
O 27.95 12.376 30.691 0.466 0.322 0.207
O 23.862 3.963 25.683 -0.124 -0.049 0.482
O 26.614 12.567 27.129 -0.099 0.361 0.145
O 28.11 1.615 26.67 0.068 -0.063 0.404
O 22.583 3.483 1.355 0.483 0.135 -0.402
O 27.548 13.998 25.143 -0.593 0.236 -0.061
O 30.55 1.868 25.898 0 0.341 0.506
O 26.463 14.553 29.958 0.631 0.25 -0.251
O 30.058 7.561 26.165 0.205 -0.607 0.184
O 32.298 8.466 27.33 0.142 -0.082 -0.206
O 23.068 7.402 30.775 0.112 -0.289 0.273
O 32.572 12.763 25.667 0.487 0.124 -0.247
O 34.084 14.783 26.285 0.385 0.249 0.281
O 35.581 16.321 24.783 0.111 -0.048 0.053
O 37.32 1.874 25.281 -0.177 0.722 0.099
O 38.786 16.12 25.943 0.337 -0.186 0.241
O 34.517 1.675 28.65 -0.084 0.014 -0.522
O 39.3 6.44 29.49 -0.22 -0.108 -0.203
O 37.116 5.153 26.109 0.546 -0.453 0.199
O 38.64 7.266 25.493 -0.028 -0.159 0.249
O 34.246 8.536 25.721 -0.214 -0.345 0.024
O 37.312 11.663 26.065 -0.289 0.061 0.566
O 37.063 13.967 27.425 -0.07 0.422 -0.18
O 37.907 13.936 24.926 -0.654 -0.104 -0.218
O 42.564 16.095 29.058 -0.003 0.115 0.076
O 46.761 15.507 0.043 -0.029 -0.458 0.169
O 43.252 15.818 26.336 -0.023 -0.228 0.107
O 40.73 3.479 25.928 -0.003 0.322 0.009
O 42.604 6.429 25.678 0.486 -0.314 0.097
O 42.935 10.319 33.594 0.253 0.245 -0.083
O 43.13 8.036 27.709 0.198 0.044 -0.132
O 44.114 13.002 28.035 -0.328 0.27 0.04
O 50.014 0.857 29.116 0.118 0.1 0.494
O 44.505 1.644 25.518 -0.062 0.104 0.448
O 45.197 4.144 26.113 -0.505 0.166 -0.028
O 47.621 4.99 26.432 -0.134 -0.557 -0.06
O 49.274 7 26.647 -0.007 0.56 -0.315
O 46.391 9.022 27.078 0.262 0.176 0.12
O 49.039 12.841 26.166 -0.213 0.412 0.11
O 50.929 14.51 25.585 0.266 0.123 0.136
O 53.205 16.916 25.762 0.132 0.51 0.13
O 53.599 14.397 26.311 -0.212 0.044 -0.121
O 49.097 1.852 26.904 0.402 0.08 -0.422
O 52.521 3.289 26.672 -0.348 -0.491 0.414
O 61.231 9.039 29.526 0.077 0.067 -0.015
O 52.418 5.534 25.443 0.077 0.309 0.605
O 48.385 14.209 30.907 -0.248 -0.556 0.149
O 51.807 8.8 26.534 -0.018 -0.448 -0.269
O 52.287 11.028 25.324 -0.289 0.422 0.104
O 54.728 12.078 25.536 0.274 0.2 0.12
O 53.992 12.398 27.918 0.58 -0.023 0.364
O 57.981 2.16 26.134 -0.146 0.388 -0.046
O 61.362 0.923 27.325 0.011 -0.181 -0.375
O 57.113 16.053 25.516 -0.189 0.154 0.286
O 55.026 3.579 25.804 0.045 -0.035 0.162
O 60.923 3.202 25.891 -0.535 -0.261 0.099
O 57.026 5.069 24.961 0.201 0.152 0.145
O 54.591 7.089 25.496 0.316 -0.337 0.327
O 58.461 11.484 26.746 -0.102 -0.356 -0.095
O 60.701 12.622 25.944 0.22 -0.351 0.245
O 61.836 14.967 26.382 -0.146 0.294 -0.185
O 64.236 2.284 26.598 -0.159 0.055 -0.27
O 40.331 3.012 31.188 -0.268 -0.022 -0.162
O 5.716 14.543 25.755 0.089 0.053 0.175
O 62.491 5.227 24.888 0.02 0.015 0.193
O 64.4 6.876 25.746 -0.109 0.654 0.074
O 2.556 14.262 0.335 0.24 0.259 0.11
O 61.299 11.974 33.15 -0.05 -0.027 -0.106
O 62.405 10.274 25.584 0.241 0.013 -0.167
O 62.02 11.123 28.057 0.006 0.362 0.022
O 1.26 12.065 0.564 -0.296 0.289 -0.247
O 5.749 1.228 32.961 0.276 -0.379 0.129
O 58.659 1.12 1.612 -0.307 0.089 -0.518
O 3.502 5.697 30.281 0.005 0.16 0.278
O 8.255 11.172 25.143 0.177 -0.16 0.284
O 8.039 10.703 32.585 -0.451 0.039 -0.128
O 12.698 9.416 31.098 0.25 0.452 -0.414
O 64.016 4.835 27.271 -0.649 0.158 0.18
O 35.326 14.598 29.446 0.011 0.163 -0.416
O 10.017 13.161 25.327 0.462 0.527 -0.167
O 4.703 12.933 32.91 0.31 -0.441 0.127
O 4.806 1.353 30.47 0.264 -0.302 -0.288
O 9.137 5.397 25.745 -0.521 -0.301 -0.376
O 9.943 2.956 32.305 -0.326 -0.173 -0.131
O 10.106 9.596 31.439 -0.054 -0.192 0.229
O 11.641 13.407 27.319 0.196 -0.319 -0.114
O 15.28 9.962 33.691 0.612 -0.244 0.248
O 27.843 14.928 32.952 -0.1 0.484 -0.541
O 17.093 10.247 28.9 -0.046 -0.292 -0.509
O 60.923 9.959 1.674 0.02 0.271 -0.365
O 39.067 3.159 33.587 0.111 -0.166 0.438
O 15.264 6.445 28.789 0.404 0.101 0.354
O 33.788 11.377 30.068 0.447 -0.294 0.115
O 55.968 15.733 32.499 0.002 -0.256 0.087
O 19.435 9.402 33.109 -0.307 0.064 -0.102
O 9.71 7.303 32.844 -0.442 -0.3 -0.203
O 11.147 10.806 29.405 0.433 0.018 -0.366
O 17.084 12.793 0.532 0.189 -0.694 -0.153
O 11.674 11.698 31.781 -0.374 -0.064 0.182
O 12.908 13.941 31.262 -0.233 -0.086 -0.469
O 41.209 14.709 27.342 -0.279 -0.056 -0.49
O 22.051 3.795 33.179 0.187 0.296 0.17
O 27.112 16.128 2.054 0.11 0.043 -0.382
O 30.721 14.645 29.669 -0.307 0.088 0.042
O 20.875 6.997 29.257 0.503 0.391 -0.629
O 20.657 7.63 31.739 -0.225 -0.22 0.46
O 53.095 9.73 0.975 0.144 -0.118 -0.453
O 45.178 1.285 0.219 -0.34 0.122 -0.185
O 20.956 1.306 1.544 -0.097 -0.362 -0.042
O 24.134 8.359 28.615 0.031 -0.617 -0.168
O 25.957 13.217 32.167 -0.372 -0.527 -0.146
O 41.344 6.135 27.956 -0.089 -0.438 -0.299
O 61.522 6.508 30.272 -0.371 -0.247 0.235
O 29.537 5.726 30.458 0.506 0.021 0.494
O 28.164 4.485 28.514 0.455 0.154 -0.318
O 41.409 1.048 26.967 0.206 0.085 -0.419
O 22.053 15.177 27.569 -0.088 0.246 -0.199
O 52.691 12.66 30.001 -0.334 -0.219 0.389
O 50.217 8.488 32.675 -0.161 -0.578 -0.531
O 34.289 16.593 30.797 0.025 0.222 0.606
O 35.104 5.868 27.683 -0.234 -0.114 -0.297
O 0.766 5.945 0.475 0.346 0.449 0.101
O 50.9 3.593 33.04 -0.006 0.538 -0.403
O 27.749 7.472 24.796 -0.168 0.113 0.159
O 30.209 8.069 31.42 0.014 -0.118 0.645
O 34.743 8.431 28.292 0.278 0.286 0.219
O 39.446 12.897 26.755 0.079 -0.425 -0.043
O 62.67 5.549 32.45 -0.3 -0.034 -0.069
O 6.91 8.687 28.38 0.765 -0.4 -0.245
O 56.089 12.341 33.679 0.295 0.307 -0.065
O 31.491 12.422 31.047 -0.428 -0.312 0.106
O 32.99 14.43 31.01 -0.112 0.126 -0.03
O 14.391 4.398 0.815 -0.088 0.157 -0.457
O 66.317 4.873 30.199 -0.083 0.54 -0.258
O 31.389 3.191 32.341 -0.333 -0.314 -0.109
O 57.654 12.759 28.946 -0.457 0.241 -0.159
O 33.893 10.638 27.45 -0.156 0.067 -0.208
O 45.078 3.941 0.645 0.082 0.212 -0.637
O 2.256 4.804 32.488 -0.305 -0.294 0.062
O 38.783 15.012 31.06 -0.282 0.488 0.049
O 43.771 3.209 32.776 0.259 0.236 0.033
O 41.655 12.14 27.967 -0.22 -0.165 0.139
O 17.596 6.047 32.896 0.053 0.412 -0.156
O 47.126 16.056 29.541 0.162 0.27 0.187
O 39.442 17.133 32.432 -0.291 -0.035 -0.122
O 46.481 13.502 29.202 0.16 -0.616 0.146
O 40.872 8.274 26.415 0.219 0.638 0.404
O 45.728 6.501 27.394 -0.582 0.215 -0.179
O 45.099 8.899 33.527 0.009 -0.24 -0.116
O 45.635 1.639 28.42 -0.411 -0.015 -0.138
O 53.32 2.633 33.654 0.307 -0.245 -0.83
O 49.676 14.886 27.797 -0.758 0.042 0.118
O 24.649 15.33 28.137 0.365 0.16 -0.344
O 38.629 12.341 31.122 -0.257 -0.497 -0.264
O 47.809 7.501 28.752 -0.041 0.017 0.36
O 50.295 8.518 28.618 -0.283 0.374 0.546
O 35.542 7.713 1.674 0.189 -0.228 -0.526
O 47.167 16.453 26.88 0.305 -0.301 -0.337
O 45.492 16.247 32.918 -0.322 0.313 0.025
O 52.11 15.921 28.001 -0.016 -0.137 0.274
O 55.303 17.021 30.185 -0.081 0.369 0.495
O 54.098 6.458 30.248 0.28 -0.14 0.233
O 25.888 5.187 32.352 -0.555 -0.033 0.051
O 54.585 2.32 28.094 -0.047 -0.11 0.257
O 52.985 8.246 28.797 0.438 0.02 -0.291
O 23.533 13.004 27.847 0.52 -0.284 -0.286
O 51.716 10.669 32.175 0.144 -0.052 -0.52
O 23.899 9.91 30.781 0.461 0.271 0.09
O 35.857 3.365 27.364 0.164 -0.014 -0.12
O 19.784 14.502 28.773 -0.394 -0.013 0.497
O 61.215 1.023 33.371 0.125 -0.557 -0.043
O 25.294 10.434 27.554 -0.024 0.06 -0.115
O 58.194 3.767 33.343 0.618 0.166 0.102
O 64.719 3.29 31.581 0.247 0.234 0.447
O 10.407 4.121 30.029 -0.06 -0.182 -0.394
O 58.964 11.857 1.634 0.265 0.178 -0.16
O 65.843 11.345 33.321 0.147 -0.241 -0.005
O 63.768 5.26 30.094 -0.251 -0.087 -0.288
O 61.737 11.348 30.653 0.33 -0.107 -0.004
O 57.03 1.161 28.294 0.273 -0.464 0.014
O 35.641 3.265 1.21 0.196 -0.372 0.482
O 25.444 12.401 1.038 0.312 -0.4 0.09
O 55.09 4.105 30.203 -0.097 -0.299 0.367
O 7.867 14.494 29.929 -0.377 -0.048 -0.032
O 42.794 7.94 32.53 -0.148 -0.441 0.061
O 66.119 12.227 30.913 0.229 -0.08 -0.308
O 64.626 10.111 31.328 -0.263 0.142 -0.04
O 40.87 11.69 32.534 0.186 0.111 -0.447
O 5.558 4.42 0.259 0.678 -0.09 -0.133
O 7.088 14.556 1.516 0.092 -0.319 -0.181
O 8.106 5.153 30.881 0.012 0.346 0.479
O 1.682 3.748 1.394 0.105 -0.061 -0.207
O 61.2 1.605 1.591 -0.19 0.152 0.294
O 7.881 14.781 32.628 -0.183 -0.572 0.177
O 8.456 8.575 0.633 0.575 0.271 -0.08
O 18.586 12.81 27.008 0.186 -0.243 -0.236
O 50.061 5.972 29.013 -0.125 0.044 -0.036
O 3.36 11.273 28.906 -0.186 -0.515 0.046
O 65.904 8.403 29.846 0.368 -0.159 0.149
O 9.165 16.974 33.242 -0.157 -0.032 -0.292
O 54.46 6.226 1.819 0.237 -0.139 0.275
O 10.118 6.692 30.309 0.326 0.528 -0.523
O 32.354 4.783 30.447 -0.352 0.234 -0.171
O 16.968 4.109 1.465 -0.033 -0.131 -0.218
O 25.059 3.106 30.911 -0.675 0.235 -0.199
O 55.489 8.277 33.178 -0.351 0.254 0.24
O 24.425 5.974 0.606 -0.838 -0.197 -0.08
O 33.928 9.356 0.434 0.442 -0.195 -0.44
O 12.357 15.926 32.693 -0.441 -0.198 -0.004
O 0.786 9.787 1.694 -0.25 -0.119 -0.434
O 33.555 6.025 32.43 -0.07 0.283 -0.163
O 15.369 3.839 28.39 -0.374 -0.1 -0.03
O 21.04 12.411 27.913 -0.155 -0.109 -0.318
O 13.333 8.245 33.371 -0.334 -0.508 0.097
O 33.499 4.973 1.03 0.097 0.325 0.054
O 16.83 11.915 32.937 0.672 -0.192 -0.32
O 11.831 9.432 1.36 -0.319 0.183 -0.398
O 2.06 0.525 0.112 -0.179 0.245 -0.388
O 25.3 1.436 1.176 -0.17 0.468 -0.308
O 14.23 12.004 32.423 -0.082 0.369 -0.268
O 54.771 8.967 30.707 0.128 0.496 -0.142
O 18.659 6.158 30.45 -0.051 0.44 0.215
O 9.149 14.341 27.555 -0.206 0.563 -0.188
O 7.592 8.78 30.91 0.094 -0.59 0.29
O 39.837 14.649 33.421 0.346 0.022 0.438
O 26.364 1.491 32.372 0.699 -0.004 -0.056
O 46.064 12.323 1.182 0.052 0.501 -0.227
O 54.736 16.126 27.802 0.241 -0.278 0.107
O 4.528 6.164 1.918 -0.405 0.066 -0.096
O 19.4 13.803 1.279 0.046 0.303 -0.133
O 34.846 4.219 30.915 -0.137 -0.278 -0.037
O 25.717 1.025 25.841 -0.1 -0.07 0.211
O 61.714 13.899 31.326 0.086 0.14 0.399
O 3.878 13.14 27.146 0.211 -0.077 0.054
O 36.801 7.274 29.154 0.352 0.21 -0.351
O 17.389 4.045 31.132 -0.041 0.134 -0.278
O 52.282 4.621 29.867 -0.09 0.067 0.092
O 6.407 10.003 1.417 -0.362 -0.279 -0.479
O 41.984 7.129 1.357 -0.312 0.002 -0.001
O 6.645 0.75 2.182 -0.467 0.238 -0.04
O 33.809 12.053 0.472 -0.075 0.077 0.178
O 27.452 7.333 32.493 0.398 0.367 0.108
O 38.097 7.836 31.34 -0.122 0.036 0.262
O 5.306 12.242 30.403 0.39 -0.086 -0.084
O 36.691 2.762 29.79 0.136 -0.12 -0.002
O 32.377 3.26 24.749 0.184 -0.152 0.543
O 57.807 1.214 32.898 0.419 -0.153 0.047
O 13.939 2.068 1.885 -0.304 -0.027 -0.285
O 30.345 7.645 28.789 0.387 -0.018 0.101
O 17.572 9.438 1.631 -0.265 0.048 -0.31
O 59.442 14.238 30.092 0.03 0.082 -0.047
O 29.318 15.915 25.42 0.095 -0.04 0.089
O 29.983 16.544 27.909 -0.281 0.329 0.546
O 34.501 4.67 25.481 0.053 0.374 -0.055
O 35.407 14.372 31.958 0.463 -0.039 -0.134
O 51.345 12.915 27.653 0.033 -0.087 0.116
O 58.513 9.358 0.811 0.023 0.097 -0.677
O 19.315 7.364 1.575 -0.495 -0.391 -0.152
O 30.167 9.92 27.293 -0.356 0.356 0.68
O 33.409 11.649 32.672 -0.214 0.165 -0.012
O 15.754 13.718 30.417 0.162 -0.293 0.17
O 54.252 14.712 30.789 -0.264 0.248 0.007
O 19.02 11.953 29.453 -0.217 0.137 0.483
O 1.718 11.592 26.837 0.238 0.282 -0.221
O 32.5 16.368 28.823 0.216 -0.198 -0.365
O 38.62 10.216 32.535 -0.622 0.018 0.222
O 39.506 7.974 33.537 0.21 0.263 0.353
O 60.484 15.426 1.937 -0.452 -0.071 -0.283
O 41.077 3.249 1.137 0.226 0.396 -0.036
O 46.359 11.249 33.414 0.231 0.077 -0.492
O 29.685 10.369 30.32 0.349 0.036 -0.606
O 54.098 4.89 27.984 0.141 0.467 -0.152
O 2.954 3.147 30.479 -0.128 -0.084 -0.1
O 30.155 3.317 29.991 -0.111 -0.54 -0.222
O 63.661 7.68 31.115 -0.218 0.247 -0.122
O 42.874 9.053 30.176 -0.093 0.652 0.299
O 50.778 3.496 1.404 0.066 0.641 -0.289
O 41.368 15.7 31.41 -0.003 -0.1 0.111
O 56.207 8.86 26.556 0.025 0.423 0.099
O 60.629 16.323 31.043 -0.155 0.039 -0.009
O 31.187 3.667 0.613 -0.008 -0.013 0.398
O 45.429 2.883 30.683 0.12 0.114 0.272
O 11.074 7.01 26.359 -0.457 0.134 0.148
O 62.478 13.641 2.45 0.227 0.139 -0.312
O 57.154 7.943 31.301 0.482 -0.105 0.291
O 27.448 9.732 1.224 -0.217 0.164 0.082
O 25.907 5.072 29.65 -0.506 0.482 0.064
O 32.499 2.17 30.276 0.092 0.141 0.304
O 6.889 2.876 31.222 0.271 -0.128 0.125
O 48.286 9.429 0.605 -0.183 0.241 -0.031
O 63.939 7.338 1.377 0.027 0.404 -0.096
O 57.34 5.507 30.299 -0.109 -0.008 0.195
O 64.249 11.784 1.748 -0.296 -0.16 -0.178
O 56.866 14.911 30.19 0.246 0.395 -0.184
O 50.335 3.388 28.547 0.388 0.062 -0.488
O 22.727 10.483 28.017 -0.367 -0.367 -0.055
O 63.855 1.893 1.792 0.24 0.524 -0.356
O 56.14 14.828 1.11 0.143 -0.208 -0.227
O 52.985 13.037 32.468 0.078 0.37 0.657
O 54.423 2.888 0.353 -0.343 0.424 -0.307
O 8.556 11.046 29.948 -0.435 -0.137 -0.225
O 9.63 6.407 1.468 0.236 0.04 -0.085
O 56.81 7.559 28.739 -0.37 -0.164 -0.333
O 31.1 6.214 0.77 0.185 0.609 0.031
O 61.151 4.743 1.299 -0.2 -0.088 -0.066
O 4.022 1.21 1.709 0.381 -0.091 -0.078
O 59.528 2.562 28.112 -0.035 0.041 0.248
O 19.527 15.509 24.945 0.487 -0.351 -0.142
O 13.915 7.226 30.867 0.199 -0.483 0.24
O 55.12 12.299 31.164 -0.004 -0.17 -0.337
O 47.635 8.926 33.25 -0.07 -0.422 -0.429
O 42.268 0.903 1.267 0.065 -0.374 -0.324
O 12.474 3.079 31.521 -0.098 -0.309 -0.346
O 12.309 3.134 0.021 -0.687 0.413 -0.162
O 2.663 8.085 2.499 0.09 -0.085 -0.439
O 5.833 11.052 28.046 0.154 0.612 -0.287
O 47.998 6.897 1.346 0.343 -0.359 -0.275
O 50.419 12.928 31.758 -0.463 -0.203 -0.049
O 13.896 1.553 33.287 0.599 -0.164 -0.004
O 47.248 10.913 25.633 -0.457 0.148 0.257
O 29.046 7.67 1.534 0.284 0.379 -0.363
O 61.766 15.189 28.998 0.405 -0.324 -0.072
O 63.969 1.749 33.448 -0.125 -0.305 0.208
O 42.842 3.614 30.368 0.37 0.54 -0.074
O 50.052 15.436 32.558 0.531 -0.201 0.396
O 63.832 16.216 27.526 0.242 -0.152 0.378
O 3.697 12.314 1.725 0.206 -0.064 -0.124
O 26.489 3.453 25.438 0.407 0.041 -0.398
O 30.165 10.364 32.911 0.056 -0.409 0.31
O 11.814 15.306 1.504 0.14 -0.187 -0.336
O 16.45 1.951 29.873 0.205 -0.748 -0.062
O 11.073 12.188 0.075 0.264 -0.035 0.397
O 24.217 2.342 33.613 -0.206 0.273 -0.208
O 21.746 5.249 31.014 0.275 0.084 -0.508
O 65.793 8.086 32.503 0.431 0.313 -0.123
O 15.861 0.092 2.35 -0.167 -0.178 -0.214
O 16.008 14.385 33.011 -0.583 0.362 0.284
O 18.864 2.7 2.36 0.225 0.035 -0.212
O 15.757 6.401 1.569 0.261 0.514 -0.052
O 36.089 13.225 0.007 0.161 0.313 -0.026
O 46.223 13.637 26.51 0.314 0.029 0.173
O 14.703 15.896 31.356 0.093 0.732 -0.238
O 14.739 12.062 1.476 -0.316 -0.007 -0.155
O 47.911 2.495 29.305 0.048 0.084 0.526
O 20.092 9.711 0.774 -0.092 0.03 0.208
O 43.359 1.191 31.104 -0.254 -0.031 -0.08
O 22.547 12.053 30.151 0.12 0.406 0.067
O 33.37 13.059 28.152 -0.084 0.241 0.468
O 18.025 1.096 25.68 -0.004 0.037 -0.175
O 21.283 5.562 2.212 0.16 0.134 -0.493
O 59.627 11.081 29.116 -0.091 0.106 0.426
O 31.556 14.637 27.149 -0.48 -0.122 -0.414
O 23.917 8.256 1.79 0.004 0.073 -0.452
O 21.311 11.998 1.14 0.157 0.476 -0.207
O 27.352 9.837 31.356 -0.39 0.273 0.431
O 19.461 0.892 31.221 -0.109 0.046 -0.204
O 21.269 2.687 30.934 0.324 0.191 -0.493
O 41.729 6.719 30.524 0.441 -0.436 0.427
O 36.857 3.515 32.395 -0.422 -0.278 0.255
O 59.828 2.428 31.683 0.01 0.223 -0.175
O 4.349 6.081 33.288 -0.142 0.79 -0.226
O 56.115 13.86 26.837 0.293 -0.085 0.615
O 46.154 4.25 28.56 -0.057 0.4 0.225
O 29.033 12.764 33.332 -0.226 -0.238 -0.119
O 43.626 11.29 1.578 0.203 -0.54 0.266
O 28.604 2.786 0.595 -0.366 -0.321 -0.108
O 32.027 10.517 1.652 0.048 -0.55 0.319
O 30.614 1.227 1.055 -0.472 -0.479 -0.206
O 32.592 16.282 2.015 0.206 0.097 -0.162
O 34.314 6.61 30.049 -0.059 0.291 -0.072
O 18.487 7.544 28.197 -0.318 0.125 0.06
O 57.17 3.686 28.423 -0.194 0.194 -0.068
O 57.349 2.975 30.965 -0.283 -0.314 0.058
O 52.002 10.602 28.507 -0.015 0.048 0.32
O 19.66 4.438 32.279 -0.068 -0.023 0.544
O 54.305 0.283 0.584 0.031 -0.303 0.41
O 51.905 13.752 2.149 -0.047 -0.032 -0.376
O 30.539 14.612 32.256 0.196 0.317 0.026
O 26.488 4.357 0.551 -0.275 -0.261 -0.282
O 38.288 5.654 33.43 -0.23 0.357 -0.209
O 37.291 5.27 30.638 0.382 -0.18 0.19
O 39.159 9.874 25.228 0.414 0.279 -0.103
O 27.721 3.839 31.003 0.377 -0.557 0.353
O 21.362 10.136 31.442 -0.115 0.03 -0.145
O 1.41 16.078 33.13 -0.376 -0.212 0.084
O 58.865 6.478 26.018 0.114 -0.251 0.261
O 4.788 3.592 33.309 -0.454 0.009 -0.364
O 8.55 11.142 0.259 -0.257 0.068 -0.14
O 63.702 12.395 32.1 0.16 0.347 0.259
O 47.06 2.387 1.67 0.107 0.408 0.046
O 25.727 17.038 29.839 0.034 0.397 -0.218
O 32.091 9.874 31.241 0.503 -0.592 0.155
O 4.764 6.323 27.939 0.079 -0.485 -0.425
O 40.555 8.906 31.358 -0.013 0.643 -0.412
O 29.687 11.235 1.104 0.129 0.407 -0.151
O 25.618 12.148 29.62 -0.629 -0.259 -0.057
O 10.231 0.749 0.32 0.013 0.381 0.562
O 60.737 7.106 27.804 0.3 -0.278 -0.118
O 41.052 2.976 28.588 0.209 0.103 -0.035
O 5.603 14.676 31.222 -0.22 0.387 -0.009
O 9.012 13.686 0.153 0.282 0.249 -0.009
O 11.221 5.263 32.229 0.464 0.061 0.482
O 25.836 5.288 27.142 0.035 0.591 0.042
O 50.004 11.455 0.453 0.15 0.524 0.046
O 45.237 8.354 29.219 0.307 0.103 0.74
O 63.588 5.077 0.159 0.237 -0.139 0.094
O 3.14 1.407 28.435 -0.056 0.07 0.045
O 6.971 6.514 1.221 -0.018 0.189 0.237
O 17.233 1.686 32.368 -0.021 0.041 0.578
O 18.85 16.142 33.449 0.475 0.152 0.054
O 23.161 11.452 32.79 0.539 0.178 -0.214
O 17.762 8.989 26.012 -0.325 0.133 0.24
O 57.666 12.819 31.588 0.445 0.053 0.434
O 41.147 11.763 0.841 -0.313 0.407 -0.193
O 50.854 14.952 30.132 0.662 -0.338 -0.076
O 39.035 2.085 27.259 -0.36 0.414 0.272
O 22.02 16.68 31.971 0.106 -0.019 0.325
O 49.405 1.683 32.141 -0.353 -0.174 -0.497
O 19.919 16.687 27.31 -0.024 0.336 0.263
O 27.563 10.66 28.785 0.51 -0.547 -0.191
O 28.563 14.129 1.021 0.605 0.027 0.054
O 48.186 3.885 32.857 -0.306 0.275 -0.576
O 45.326 13.649 33.088 -0.384 0.038 0.21
O 2.271 16.984 30.811 -0.015 0.022 0.094
O 3.183 7.024 25.995 -0.091 -0.343 0.125
O 19.478 5.132 28.118 0.417 -0.437 -0.175
O 15.086 3.21 31.753 -0.088 0.364 -0.041
O 25.566 7.936 30.819 -0.121 -0.526 0.083
O 13.409 7.499 1.983 -0.469 0.045 0.243
O 49.803 4.157 30.877 -0.406 0.268 0.147
O 51.326 7.918 0.164 0.178 -0.511 0.058
O 58.725 8.717 27.338 0.187 0.485 -0.08
O 23.764 8.993 26.07 0.034 -0.441 0.198
O 17.381 15.648 31.24 0.393 -0.2 -0.24
O 7.125 4.102 26.499 -0.196 0.188 0.614
O 41.456 2.147 33.399 0.027 -0.453 0.002
O 43.881 14.987 31.209 -0.113 -0.492 -0.23
O 33.994 14.724 0.456 -0.343 0.308 -0.481
O 14.896 11.691 29.022 -0.564 -0.163 -0.135
O 39.485 9.705 1.165 -0.397 -0.246 -0.409
O 3.145 13.66 30.971 -0.098 0.351 0.23
O 56.631 10.385 32.007 0.341 -0.07 0.04
O 43.797 10.481 28.295 0.398 0.003 -0.069
O 59.176 7.376 29.891 0.074 -0.006 0.129
O 26.182 2.865 27.917 -0.487 -0.185 0.412
O 62.483 1.855 31.256 -0.036 0.481 -0.371
O 66.111 14.808 30.83 -0.326 -0.28 -0.282
O 28.02 7.768 29.959 -0.2 0.128 -0.644
O 64.924 16.989 31.3 -0.234 -0.084 -0.463
O 13.137 15.189 26.155 -0.044 -0.08 0.239
O 56.931 6.02 33.589 0.004 0.085 -0.475
O 14.773 9.028 29.058 0.216 0.279 -0.197
O 57.143 10.223 28.62 -0.139 0.108 0.467
O 62.199 3.197 28.147 -0.096 0.314 0.601
O 10.108 15.892 29.408 -0.319 0.279 0.458
O 36.87 0.951 27.73 -0.311 -0.658 0.346
O 44.234 13.065 25.002 -0.249 0.319 0.066
O 5.164 9.658 30.118 -0.249 0.022 0.422
O 52.366 8.209 31.324 -0.153 -0.347 0.023
O 0.998 9.087 27.222 -0.244 -0.289 -0.259
O 56.621 7.409 0.618 -0.068 0.062 -0.449
O 16.336 13.697 27.928 -0.065 0.223 0.139
O 39.828 13.569 29.225 0.326 -0.105 0.266
O 8.695 5.41 28.354 -0.412 0.395 0.074
O 17.884 3.105 27.956 0.453 -0.322 -0.048
O 45.117 15.39 28.107 -0.259 0.209 -0.204
O 60.519 8.435 25.515 0.202 -0.211 -0.05
O 35.806 12.131 28.708 0.388 -0.545 0.033

Results
total energy: -400898.828 eV
total energy less fixed offsets of O -438.35, Si -107.03 eV per atom: 15.422 eV
